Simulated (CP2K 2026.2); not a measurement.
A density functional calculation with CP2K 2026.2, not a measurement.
Periodic cell of 1130 atoms, Si864O266, from a study of silicon, its oxide and their interface. The atomic structure is a simulated model.
Doubt: the forces sum to 1.54 eV/angstrom along one axis rather than to zero, so they err by at least 0.0014 eV/angstrom per atom on average; the grid cutoff is modest.

Settings: functional PBE; method Gaussian and plane waves; basis set DZVP-MOLOPT-SR-GTH; pseudopotentials GTH-PBE; grid cutoff 350 Ry, relative cutoff 50 Ry; k points Gamma only; occupations fixed; spin none; net charge 0.

Cell vectors (angstrom)
a, 32.64, 0, 0
b, 0, 16.32, 0
c, -3.1494, 2.2718, 38.6386

Atoms and the computed forces on them: element, x, y, z (angstrom), force x, y, z (eV/angstrom)
Si, 31.791, 14.5303, 1.6157, -0.0434, -0.0596, -0.0137
Si, 1.608, 1.1621, 1.5251, -0.1113, 0.1338, 0.7219
Si, 30.8456, 4.3507, 1.7157, -0.1035, -0.0562, 0.4448
Si, 2.6662, 8.0833, 2.5158, 0.0328, 0.0552, -0.0923
Si, 31.5968, 9.8077, 1.0943, 0.2038, 0.5803, 0.2955
Si, 0.8507, 12.89, 1.4742, 0.0123, 0.0824, 0.4739
Si, 3.9076, 15.3641, 1.3057, 0.2042, -0.2468, 0.6616
Si, 6.4514, 1.8889, 1.5109, 0.0031, -0.0053, -0.0318
Si, 4.676, 3.571, 1.5478, 0.2293, -0.1973, 0.544
Si, 7.4589, 6.1839, 1.5871, 0.0499, -0.0593, 0.5869
Si, 3.5487, 9.5717, 0.8919, -0.3357, -0.5379, 0.3812
Si, 7.1578, 11.7868, 0.3813, 0.0466, -0.1468, 0.1268
Si, 8.4316, 14.498, 0.2409, 0.0889, 0.1262, 0.6552
Si, 11.9394, 1.1874, 0.845, -0.1494, -0.0623, 0.0432
Si, 9.0843, 4.4629, 1.5695, -0.1647, 0.0367, 0.49
Si, 12.9304, 6.8467, 0.8935, 0.6859, -0.2448, 0.2128
Si, 9.3747, 9.6784, 1.2965, 0.0114, -0.0514, 0.7609
Si, 12.7082, 11.7192, 1.4298, 0.1795, -0.2626, 0.5573
Si, 14.9902, 14.5051, 1.0097, -0.3672, -0.186, 0.4643
Si, 18.4401, 2.1332, 1.093, 0.2676, 0.4041, 0.2848
Si, 14.7151, 5.1135, 0.7501, -0.4156, 0.6007, 0.0631
Si, 18.3625, 8.0567, 0.351, -0.0149, -0.2998, 0.5999
Si, 14.4498, 10.0243, 1.4075, -0.0365, 0.2257, 0.5233
Si, 17.4572, 12.5028, 1.2283, 0.2604, -0.2086, 0.7249
Si, 20.8772, 14.6555, 1.5259, 0.0736, -0.2481, 0.5768
Si, 23.6292, 0.6959, 1.8089, 0.2341, -0.1367, 0.7406
Si, 14.6479, 6.1722, 36.0369, -0.3927, -0.1548, 0.2767
Si, 24.3483, 10.1938, 37.3835, -0.031, -0.0777, 0.191
Si, 20.9492, 9.4079, 0.7577, 0.0837, 0.3024, 0.6903
Si, 22.4813, 12.7972, 1.4651, -0.1057, 0.1598, 0.5619
Si, 25.3297, 15.3693, 1.7485, -0.032, 0.0641, -0.0318
Si, 28.0668, 1.6145, 1.6193, 0.0024, 0.0069, -0.0394
Si, 26.2623, 3.2941, 1.4462, 0.2098, -0.0855, 0.5922
Si, 29.0732, 5.9976, 1.6645, 0.0509, -0.1135, 0.5664
Si, 26.6793, 10.4219, 2.9301, -0.1167, -0.1982, 0.5442
Si, 27.8299, 12.176, 0.6725, -0.0026, 0.085, 0.2095
Si, 0.072, 16.2855, 2.8437, 0.0216, 0.0621, -0.049
Si, 2.856, 2.6823, 2.7914, -0.0008, 0.059, -0.0438
Si, 0.0981, 5.3011, 2.7429, 0.0432, 0.0089, -0.0349
Si, 1.7487, 6.3129, 1.304, 0.0569, 0.0138, -0.113
Si, -0.0135, 11.1035, 2.7105, 0.0647, -0.0159, 0.0136
Si, 2.7566, 13.7258, 2.589, -0.0244, -0.0597, -0.0356
Si, 5.4726, 16.4354, 2.7009, -0.0166, 0.0225, -0.074
Si, 8.1192, 2.779, 2.8637, -0.025, 0.0107, -0.0556
Si, 5.5957, 5.3636, 2.7746, -0.0145, 0.0671, -0.029
Si, 8.2084, 8.159, 2.6767, -0.0261, -0.0167, -0.0645
Si, 5.5991, 11.0406, 2.7931, -0.0092, 0.0045, 0.7685
Si, 8.7331, 14.2947, 2.6397, 0.0347, 0.0516, -0.0477
Si, 10.4394, 15.9594, 2.8915, -0.146, -0.1916, 0.4748
Si, 13.6394, 2.8395, 2.8133, 0.1071, 0.1483, 0.6847
Si, 10.8401, 5.3873, 2.7449, -0.2209, -0.1809, 0.4508
Si, 13.6389, 8.244, 2.6821, 0.0005, 0.0232, 0.0853
Si, 10.9033, 10.8572, 2.6508, -0.0444, 0.025, -0.0197
Si, 13.5963, 13.5288, 2.6254, 0.0604, -0.0236, -0.084
Si, 16.5005, 0.1914, 2.69, -0.0577, -0.088, 0.6682
Si, 19.512, 3.2361, 2.8504, 0.031, 0.0405, -0.0012
Si, 16.6731, 5.921, 2.9564, 0.2061, 0.0655, 0.548
Si, 18.3972, 7.53, 2.6961, -0.0385, 0.0159, 0.0302
Si, 16.3085, 10.9074, 2.5499, 0.036, 0.0078, -0.0069
Si, 19.0446, 13.6152, 2.6047, 0.0022, -0.0266, -0.0216
Si, 21.7973, 16.2197, 2.9897, -0.0262, 0.0138, -0.085
Si, 24.5365, 2.5547, 2.8747, -0.0055, -0.0297, -0.1193
Si, 21.3122, 4.903, 2.9225, -0.3254, -0.2189, 0.4839
Si, 24.9732, 8.6981, 2.7785, 0.1921, 0.0396, 0.5777
Si, 21.6535, 10.8449, 2.5831, 0.0395, -0.0789, -0.0936
Si, 24.315, 13.5604, 2.797, -0.0126, -0.089, -0.0469
Si, 27.079, 16.3165, 2.9767, 0.0212, 0.0221, 0.0233
Si, 29.8191, 2.6034, 2.8385, -0.0121, -0.0702, -0.0314
Si, 27.1519, 5.166, 2.6537, -0.0525, -0.0131, -0.1289
Si, 29.8078, 7.8783, 2.8741, -0.2884, -0.3516, 0.3901
Si, 21.5864, 10.0293, 38.4368, 0.0904, 0.0512, 0.0409
Si, 29.9264, 13.5829, 2.7212, 0.2813, 0.313, 0.3392
Si, 31.2743, 1.2913, 4.1206, -0.0134, -0.0018, 0.0224
Si, 1.4403, 4.0109, 4.1214, 0.0166, -0.0331, 0.0445
Si, 31.4151, 6.7362, 4.1492, -0.0195, 0.0715, -0.124
Si, 1.3513, 9.5455, 3.9109, 0.0091, -0.0079, -0.0037
Si, 31.1705, 12.195, 4.1569, -0.0258, 0.0105, -0.0647
Si, 1.445, 14.9472, 4.1647, -0.0028, -0.0512, -0.0132
Si, 4.121, 1.323, 4.2058, 0.0109, -0.0428, -0.0171
Si, 6.8445, 4.1105, 4.2942, 0.0381, -0.0133, -0.035
Si, 4.1574, 6.8618, 3.9332, -0.013, -0.0318, 0.0397
Si, 6.8802, 9.5387, 4.0683, -0.018, 0.0594, -0.0382
Si, 4.0786, 12.3406, 4.0022, 0.0193, 0.0136, -0.0221
Si, 6.9051, 15.065, 3.9626, -0.0116, -0.0158, 0.0259
Si, 9.4864, 1.3749, 4.15, 0.0303, 0.0011, 0.0177
Si, 12.2106, 4.1099, 4.1486, 0.024, 0.0359, -0.0538
Si, 9.6124, 6.8931, 4.1018, 0.0251, -0.0242, -0.054
Si, 12.1966, 9.4916, 4.0754, -0.0443, -0.0248, -0.0201
Si, 9.6064, 12.3963, 3.8868, -0.0102, 0.0184, 0.0246
Si, 12.2782, 14.9672, 3.9879, 0.0161, 0.0441, -0.0071
Si, 15.1201, 1.517, 4.0639, -0.0027, -0.0386, -0.0248
Si, 17.7506, 4.1745, 4.131, 0.0343, -0.0454, -0.0523
Si, 14.9344, 6.9167, 4.1536, -0.0057, -0.0686, 0.0274
Si, 17.5742, 9.4292, 3.9212, 0.0472, -0.0144, -0.0217
Si, 15.0046, 12.2506, 4.0278, -0.0043, -0.0062, -0.0014
Si, 17.6882, 14.9566, 4.017, -0.0252, 0.0111, -0.0549
Si, 20.4195, 1.4238, 4.1225, -0.0568, 0.0529, 0.0072
Si, 23.0885, 3.9442, 4.1386, 0.0233, 0.017, 0.0154
Si, 20.2666, 6.7272, 3.9959, 0.0151, 0.0543, -0.0575
Si, 23.1169, 9.5744, 3.9834, -0.0178, -0.0095, -0.0345
Si, 20.2658, 12.1365, 4.0132, 0.0231, 0.0196, -0.0405
Si, 23.0633, 14.8252, 4.342, 0.0707, -0.0055, -0.0425
Si, 25.8018, 1.3129, 4.398, -0.0041, -0.0555, -0.0776
Si, 28.5107, 3.9962, 4.2154, 0.0466, -0.0151, -0.0635
Si, 25.8308, 6.7427, 3.9142, -0.0118, 0.0233, -0.0104
Si, 28.4498, 9.3663, 4.1129, 0.0386, 0.0336, -0.0269
Si, 25.7095, 12.1859, 4.1417, 0.056, -0.0238, 0.0285
Si, 28.5658, 14.9257, 4.1065, 0.0161, -0.0511, -0.0057
Si, 29.9154, 16.2759, 5.4937, 0.0142, -0.0161, 0.0205
Si, 0.0277, 2.6651, 5.4564, -0.0059, 0.0285, -0.0169
Si, 29.9541, 5.3911, 5.4629, -0.0289, 0.0038, 0.0189
Si, 0.0662, 8.2055, 5.4159, 0.0199, 0.0231, 0.0382
Si, 29.8434, 10.7641, 5.4406, -0.0408, 0.0173, 0.0335
Si, -0.0131, 13.5664, 5.4384, 0.018, 0.0379, -0.0052
Si, 2.7613, 16.2909, 5.5452, 0.0167, 0.0227, 0.0118
Si, 5.4529, 2.7213, 5.5558, -0.0288, -0.0271, -0.0123
Si, 2.7871, 5.4932, 5.37, 0.0229, 0.0284, -0.018
Si, 5.4708, 8.1902, 5.3882, 0.0117, 0.0092, 0.0096
Si, 2.7359, 10.887, 5.3188, -0.0181, -0.0404, 0.0042
Si, 5.5133, 13.6708, 5.3302, -0.0147, -0.0304, 0.0003
Si, 8.1145, 16.3799, 5.5007, -0.0249, -0.0119, 0.0079
Si, 10.873, 2.7266, 5.4771, 0.0306, 0.0237, 0.0101
Si, 8.2453, 5.5211, 5.4929, -0.01, 0.0224, 0.0328
Si, 10.9089, 8.1992, 5.52, -0.0194, 0.0089, 0.0263
Si, 8.2557, 10.9876, 5.3194, -0.0161, 0.0048, -0.0285
Si, 10.9439, 13.626, 5.4013, -0.0329, 0.0031, -0.0112
Si, 13.6746, 16.3786, 5.3071, -0.0112, 0.0255, 0
Si, 16.4123, 2.7989, 5.4881, -0.0358, 0.035, 0.0094
Si, 13.591, 5.4887, 5.4572, 0.0224, -0.0193, -0.0074
Si, 16.2703, 8.2543, 5.5011, 0.0383, -0.0036, -0.0014
Si, 13.6041, 10.8934, 5.3813, 0.0219, -0.0011, -0.0331
Si, 16.3395, 13.6079, 5.403, 0.0096, 0.0111, 0.0028
Si, 19.015, 16.3453, 5.4067, 0.0024, -0.0348, -0.0135
Si, 21.7948, 2.6359, 5.5782, -0.027, -0.0198, -0.0076
Si, 19.0359, 5.4898, 5.5615, -0.0174, -0.0135, 0.0043
Si, 21.7166, 8.1413, 5.2709, -0.0091, -0.0013, -0.0114
Si, 18.9388, 10.7713, 5.353, -0.0262, 0.0097, 0.0044
Si, 21.6233, 13.4489, 5.5068, -0.0051, -0.0312, 0.0066
Si, 24.434, 16.2221, 5.6458, 0.0114, -0.0026, 0.0174
Si, 27.189, 2.6989, 5.6379, 0.0106, 0.0296, 0.0435
Si, 24.4456, 5.44, 5.3519, 0.0075, -0.0015, 0.0039
Si, 27.1292, 8.0148, 5.4698, -0.0257, 0.0018, 0.0041
Si, 24.3603, 10.8687, 5.5175, 0.0069, -0.0222, 0.0087
Si, 27.1788, 13.5321, 5.4286, -0.0179, 0.0269, 0.0135
Si, 31.2903, 14.9189, 6.8285, -0.0079, 0.0291, 0.0114
Si, 1.3672, 1.3319, 6.8479, -0.0234, 0.0103, 0.0311
Si, 31.3117, 4.0365, 6.8185, -0.0141, -0.0232, 0.0129
Si, 1.4197, 6.8281, 6.7608, -0.02, -0.0336, 0
Si, 31.2795, 9.4845, 6.7898, 0.0141, 0.0028, -0.01
Si, 1.3678, 12.1938, 6.7536, 0.0195, 0.0069, -0.0071
Si, 4.1623, 14.9384, 6.815, 0.0191, -0.0062, 0.0022
Si, 6.7927, 1.3717, 6.9045, 0.0153, 0.0075, 0.0233
Si, 4.0739, 4.1267, 6.8145, 0.0083, 0.0273, -0.0015
Si, 6.8183, 6.8563, 6.7956, 0.0212, -0.0004, 0.0095
Si, 4.0931, 9.55, 6.7277, -0.0088, -0.0183, 0.0132
Si, 6.8381, 12.2753, 6.7076, -0.0082, 0.0032, 0.0025
Si, 9.5432, 14.9823, 6.7558, -0.0156, -0.0247, 0.0021
Si, 12.2898, 1.3526, 6.7518, 0.0078, -0.0007, -0.0047
Si, 9.5478, 4.1088, 6.8436, -0.0086, -0.0162, -0.0136
Si, 12.2554, 6.8239, 6.8524, 0.0131, -0.0181, -0.0128
Si, 9.5405, 9.6181, 6.7773, -0.0134, 0.0194, -0.0044
Si, 12.2642, 12.2572, 6.7699, 0.0069, -0.0362, 0.0266
Si, 14.9723, 14.9957, 6.7343, -0.0297, 0.0038, -0.0155
Si, 17.704, 1.373, 6.8233, 0.0062, -0.013, 0.0054
Si, 14.9769, 4.1279, 6.7996, 0.0126, 0.022, -0.0041
Si, 17.6404, 6.8564, 6.8404, 0.0157, 0.0372, 0.0233
Si, 14.9227, 9.5884, 6.8384, -0.0387, 0.0252, 0.0282
Si, 17.6607, 12.2036, 6.7539, -0.0194, -0.0064, -0.0013
Si, 20.3399, 14.9445, 6.7944, -0.0114, -0.0094, -0.0031
Si, 23.1052, 1.2995, 6.9586, -0.0022, -0.0175, 0.0142
Si, 20.4121, 4.0717, 6.8511, 0.0234, -0.0106, -0.0067
Si, 23.0705, 6.7957, 6.7096, 0.0034, -0.0041, 0.0136
Si, 20.3699, 9.4726, 6.7181, 0.0458, 0.0216, -0.0256
Si, 23.0289, 12.1855, 6.8963, 0.0001, 0.0323, 0.0295
Si, 25.8688, 14.871, 6.8806, 0.0197, -0.0121, -0.0052
Si, 28.5835, 1.3137, 6.8954, 0.0324, -0.0445, -0.0009
Si, 25.7867, 4.1221, 6.836, -0.0134, 0.0056, -0.0054
Si, 28.5696, 6.7456, 6.8252, 0.0233, 0.0035, -0.0151
Si, 25.7782, 9.4551, 6.7847, -0.0032, -0.0138, 0.026
Si, 28.5242, 12.1643, 6.7965, 0.0099, 0.0219, 0.0111
Si, 0.0004, 16.2897, 8.1911, 0.0121, -0.0138, 0.0034
Si, 2.7151, 2.7447, 8.1693, 0.0014, -0.008, -0.0066
Si, 0.0372, 5.4477, 8.1259, -0.0049, 0.0403, -0.0103
Si, 2.7574, 8.1849, 8.1314, 0.0079, 0.0066, 0.0048
Si, 0.0033, 10.8584, 8.1387, -0.0112, -0.0128, 0.0063
Si, 2.7465, 13.5617, 8.1182, -0.0017, 0.0128, -0.0149
Si, 5.4436, 16.3124, 8.2214, 0.0049, 0.0011, 0.0031
Si, 8.1778, 2.7513, 8.1963, -0.0132, 0.0206, 0.0145
Si, 5.4621, 5.4746, 8.1555, 0.0223, -0.0168, 0.0109
Si, 8.1675, 8.2377, 8.1346, 0.0071, 0.0018, -0.0008
Si, 5.4662, 10.9099, 8.0862, -0.0067, 0.0107, -0.0112
Si, 8.1769, 13.621, 8.1174, 0.0023, -0.0003, -0.0102
Si, 10.9081, 16.3335, 8.1234, -0.0164, 0.0073, -0.0028
Si, 13.6171, 2.7333, 8.1344, -0.0021, 0.0077, -0.015
Si, 10.8991, 5.4594, 8.198, -0.0041, 0.0145, 0.0147
Si, 13.6006, 8.1943, 8.1931, 0.0024, -0.0116, 0.0118
Si, 10.9062, 10.9244, 8.16, -0.0083, -0.0026, -0.0001
Si, 13.6176, 13.6348, 8.1171, 0.0096, 0.013, 0.0029
Si, 16.3134, 16.3307, 8.1433, 0.014, -0.0049, 0.0031
Si, 19.0544, 2.7114, 8.1994, -0.0162, -0.0039, 0.0083
Si, 16.3059, 5.4741, 8.187, 0.0025, -0.0226, 0.0122
Si, 19.0392, 8.1749, 8.1681, -0.0012, 0.0104, 0.0005
Si, 16.3039, 10.9193, 8.1778, 0.0155, -0.001, 0.0032
Si, 18.9984, 13.5732, 8.1467, 0.0048, -0.0039, -0.0063
Si, 21.7114, 16.2513, 8.2223, -0.01, -0.0035, 0.0208
Si, 24.4773, 2.7239, 8.2187, 0.0293, 0.0028, -0.0022
Si, 21.7772, 5.4447, 8.1624, -0.0113, 0.0261, -0.0033
Si, 24.4242, 8.1166, 8.1452, -0.0154, -0.0021, -0.0041
Si, 21.6853, 10.802, 8.1852, -0.0074, -0.0197, 0.0081
Si, 24.4552, 13.5397, 8.206, -0.0024, 0.0033, 0.0025
Si, 27.2141, 16.2626, 8.2227, -0.019, 0.0131, 0.0072
Si, 29.9586, 2.6904, 8.2074, -0.0169, 0.0048, 0.0022
Si, 27.1962, 5.4194, 8.197, -0.0221, -0.0109, -0.0021
Si, 29.9269, 8.1274, 8.16, 0.0164, 0.0154, 0.0125
Si, 27.161, 10.8152, 8.1524, -0.0037, -0.0081, -0.0021
Si, 29.906, 13.5425, 8.1514, -0.0072, -0.0089, -0.0008
Si, -1.3266, 1.3249, 20.4786, 0.0024, -0.008, -0.007
Si, 1.36, 4.054, 20.4819, 0.0135, 0.0086, 0.0097
Si, -1.3233, 6.7616, 20.4632, 0.0003, -0.0041, 0.0043
Si, 1.3608, 9.4925, 20.4673, 0.0125, -0.003, 0.0052
Si, -1.3385, 12.2259, 20.4405, 0.0097, -0.0018, -0.004
Si, 1.3582, 14.973, 20.4592, -0.01, 0.0016, 0.0011
Si, 4.0661, 1.3844, 20.4393, 0.0013, 0.0042, 0.0051
Si, 6.7782, 4.1083, 20.4234, 0.0031, 0.0013, 0.0077
Si, 4.0757, 6.7898, 20.4336, 0.012, -0.0169, -0.0001
Si, 6.7724, 9.5349, 20.3867, -0.0115, 0.008, -0.0013
Si, 4.0597, 12.2423, 20.4272, -0.0029, 0.0022, -0.0035
Si, 6.7921, 14.9792, 20.3991, 0.0045, -0.0125, -0.0009
Si, 9.498, 1.3877, 20.3843, 0.0076, -0.0041, 0.0048
Si, 12.2341, 4.1067, 20.3602, 0.0277, -0.0223, 0.001
Si, 9.5099, 6.8144, 20.3788, 0.002, -0.0028, 0.0064
Si, 12.2254, 9.5347, 20.3746, -0.0081, -0.0036, 0.0047
Si, 9.4831, 12.2411, 20.365, 0.0031, -0.0126, -0.0046
Si, 12.2133, 14.9913, 20.3378, -0.0004, 0, -0.007
Si, 14.9581, 1.4007, 20.3379, 0.0054, -0.0127, -0.0088
Si, 17.6621, 4.1065, 20.361, 0.002, 0.0088, 0.0026
Si, 14.9442, 6.827, 20.3671, -0.0081, 0.0094, -0.0037
Si, 17.6558, 9.5115, 20.3501, 0.0161, -0.0101, -0.0066
Si, 14.9389, 12.2403, 20.3601, 0.0007, -0.0048, 0.0074
Si, 17.6604, 14.9667, 20.3554, -0.0033, 0.011, -0.0049
Si, 20.3886, 1.3291, 20.356, 0.0361, -0.0199, -0.0072
Si, 23.1244, 4.0593, 20.3762, -0.0123, 0.0113, -0.0027
Si, 20.405, 6.7839, 20.3805, 0.0019, -0.0134, -0.0095
Si, 23.1259, 9.5193, 20.3758, 0.0035, 0.0086, -0.0043
Si, 20.3882, 12.2577, 20.3652, -0.0165, 0.0057, 0.0013
Si, 23.1322, 14.9805, 20.3679, -0.0233, 0.0051, -0.0105
Si, 25.862, 1.3374, 20.4363, -0.0093, 0.0083, 0.0031
Si, 28.5968, 4.0524, 20.4571, -0.0061, 0.0111, 0.001
Si, 25.8841, 6.76, 20.3737, 0.0118, -0.0078, -0.0098
Si, 28.5997, 9.5244, 20.4023, -0.0293, 0.0081, -0.0114
Si, 25.8901, 12.2238, 20.4082, 0.0244, -0.0188, -0.0071
Si, 28.595, 14.9491, 20.4563, -0.0021, 0.0078, 0.0086
Si, 29.9629, 16.2845, 21.8586, 0.0121, -0.0069, -0.0157
Si, 0.0328, 2.6612, 21.8743, -0.007, -0.0198, 0.003
Si, 29.9921, 5.3735, 21.8382, -0.0118, 0.0069, 0.0025
Si, 0.0145, 8.1205, 21.8552, 0.0183, -0.0072, 0.0047
Si, 29.9494, 10.8635, 21.8041, -0.0032, 0.002, 0.0097
Si, 0.001, 13.5961, 21.8143, -0.0026, -0.0094, -0.015
Si, 2.7063, 16.3597, 21.8201, -0.0065, 0.0006, -0.0065
Si, 5.4109, 2.7631, 21.8, -0.0014, 0.0023, -0.009
Si, 2.7216, 5.44, 21.8219, 0.0094, 0.0071, 0.0054
Si, 5.4415, 8.1694, 21.7659, 0.0048, -0.0022, -0.0044
Si, 2.7238, 10.8694, 21.813, 0.003, 0.0074, -0.0114
Si, 5.4302, 13.6194, 21.7557, -0.012, -0.012, -0.0082
Si, 8.1457, 16.3504, 21.756, -0.0065, -0.0007, -0.0019
Si, 10.8648, 2.766, 21.7178, -0.0088, -0.0023, -0.0077
Si, 8.1595, 5.4733, 21.7634, -0.0068, 0.0004, -0.0053
Si, 10.867, 8.1751, 21.732, -0.0102, -0.0023, 0.0055
Si, 8.1238, 10.8905, 21.7454, 0.004, 0.0132, 0.0056
Si, 10.8525, 13.6194, 21.6739, 0.0089, 0.0118, -0.0076
Si, 13.5699, 16.3804, 21.6626, -0.0024, 0.0072, -0.0081
Si, 16.3051, 2.7538, 21.7165, -0.0058, -0.0088, 0.0045
Si, 13.5907, 5.4664, 21.7205, -0.0222, -0.0044, 0.0029
Si, 16.3088, 8.1665, 21.7375, -0.0045, -0.0079, 0.0106
Si, 13.5954, 10.8801, 21.7358, 0.0019, 0.0221, -0.0053
Si, 16.2891, 13.6146, 21.7025, 0.0085, 0.0076, -0.0065
Si, 19.0174, 16.3081, 21.7274, -0.0219, -0.0071, 0.0076
Si, 21.7436, 2.685, 21.7012, -0.0186, 0.0008, -0.0042
Si, 19.0155, 5.4476, 21.7392, 0.0111, 0.0077, 0.0146
Si, 21.7653, 8.154, 21.7244, -0.0102, -0.0125, 0.0062
Si, 19.004, 10.8843, 21.6837, -0.0002, 0.0064, -0.0022
Si, 21.7372, 13.6552, 21.702, 0.0381, 0.0217, -0.0008
Si, 24.4691, 16.3091, 21.7818, -0.0053, -0.0157, 0.0045
Si, 27.2374, 2.6805, 21.8109, 0.0088, -0.0135, 0.0039
Si, 24.5212, 5.3971, 21.7184, -0.0046, 0.0061, -0.0061
Si, 27.2565, 8.1237, 21.7115, 0.0162, -0.0077, -0.0029
Si, 24.5048, 10.8638, 21.7298, -0.012, -0.0095, 0.0127
Si, 27.2524, 13.564, 21.8043, -0.0035, 0.0034, 0.0078
Si, -1.3293, 14.9126, 23.254, -0.0242, -0.0034, 0.0017
Si, 1.3837, 17.6515, 23.3066, 0.0131, 0.0028, 0.0094
Si, -1.3217, 3.9841, 23.2636, 0.0003, 0.0002, 0.0091
Si, 1.3808, 6.7595, 23.2383, 0.0119, -0.0046, -0.0045
Si, -1.3654, 9.4906, 23.1907, -0.0293, -0.0216, 0.0176
Si, 1.3597, 12.2403, 23.1614, 0.0062, -0.0017, 0.011
Si, 4.1083, 15.0123, 23.1134, 0.0139, -0.0004, 0.0167
Si, 6.812, 1.4265, 23.1196, 0.0041, -0.0016, -0.0088
Si, 4.0571, 4.0993, 23.2171, -0.0049, -0.0275, 0.0097
Si, 6.8226, 6.847, 23.1332, 0.02, 0.007, -0.0043
Si, 4.0845, 9.4868, 23.1606, 0.0043, -0.0056, -0.0031
Si, 6.7646, 12.2487, 23.115, 0.0142, -0.0191, -0.0109
Si, 9.5199, 14.9553, 23.064, -0.0002, 0.002, -0.0042
Si, 12.2361, 1.4132, 23.0489, 0.0214, -0.0029, -0.0222
Si, 9.5463, 4.1324, 23.1091, 0.0238, -0.0033, -0.0061
Si, 12.2401, 6.8253, 23.0857, 0.0121, 0.0018, 0.0131
Si, 9.4786, 9.5109, 23.0851, 0.0021, -0.0156, -0.0074
Si, 12.1949, 12.2629, 23.0259, -0.0061, -0.0223, -0.0063
Si, 14.8936, 15.0031, 22.9971, 0.0003, 0.0084, -0.0104
Si, 17.6572, 1.375, 23.0564, 0.0384, 0.0022, 0.0028
Si, 14.9531, 4.118, 23.0826, 0.0119, -0.0056, -0.0009
Si, 17.6587, 6.8104, 23.1194, 0.01, 0.0097, 0.0043
Si, 14.9758, 9.5387, 23.1095, 0.0097, -0.0283, -0.0044
Si, 17.6561, 12.2508, 23.046, -0.0041, 0.0254, -0.0225
Si, 20.3692, 14.9695, 23.1211, -0.0013, -0.0178, 0.0101
Si, 23.0746, 1.3659, 23.1181, 0.032, 0.0032, 0.0073
Si, 20.3485, 4.01, 23.0398, -0.0099, -0.0386, -0.0011
Si, 23.1836, 6.7948, 23.0351, 0.0274, -0.0051, -0.0082
Si, 20.3364, 9.5061, 23.0302, -0.0204, -0.0166, 0.0228
Si, 23.1127, 12.2854, 22.9982, 0.0224, 0.0265, -0.0211
Si, 25.8414, 14.9178, 23.111, -0.0194, -0.0032, 0.0021
Si, 28.6152, 17.6637, 23.209, -0.0069, 0.0332, 0.0133
Si, 25.8361, 4.032, 23.1299, -0.0404, 0.0058, 0.0143
Si, 28.6329, 6.807, 23.102, -0.0061, 0.0167, -0.03
Si, 25.8831, 9.4606, 23.048, -0.025, -0.0056, -0.0068
Si, 28.6528, 12.2435, 23.2055, 0.0004, 0.0089, 0.0009
Si, 0.0478, 16.2076, 24.6685, 0.0042, -0.0192, -0.0173
Si, 2.7294, 2.7527, 24.6752, 0.0179, 0.0312, -0.0116
Si, 0.0824, 5.3186, 24.613, 0.0364, -0.0138, -0.0138
Si, 2.7325, 8.1631, 24.5811, -0.0017, -0.0197, 0.0166
Si, -0.0196, 10.8831, 24.5235, 0.004, -0.0096, -0.0332
Si, 2.7814, 13.6187, 24.4411, -0.0135, -0.0118, -0.024
Si, 5.4504, 16.4015, 24.4739, 0.0037, 0.0097, -0.0174
Si, 8.2059, 2.7747, 24.4642, -0.0167, 0.011, 0.0213
Si, 5.4607, 5.5097, 24.4828, -0.0115, 0.0098, 0.0024
Si, 8.1935, 8.1635, 24.5468, 0.0146, -0.0282, 0.0081
Si, 5.4779, 10.823, 24.4979, 0.0051, 0.0141, 0.0008
Si, 8.1456, 13.6163, 24.4292, -0.016, 0.0045, 0.0455
Si, 10.9052, 16.3319, 24.3679, 0.0054, -0.0216, -0.0135
Si, 13.5418, 2.8133, 24.4211, -0.0327, -0.0021, 0.0191
Si, 10.8802, 5.5155, 24.4876, -0.0103, -0.0084, -0.0102
Si, 13.6447, 8.1278, 24.4399, -0.0016, -0.0191, 0.0306
Si, 10.842, 10.8949, 24.3686, 0, 0.0114, -0.0036
Si, 13.5075, 13.6796, 24.3441, -0.0059, 0.0307, -0.0226
Si, 16.2395, 16.3527, 24.3422, -0.0197, 0.0103, 0.0178
Si, 18.9954, 2.6906, 24.4854, 0.003, -0.014, -0.0335
Si, 16.335, 5.4091, 24.4901, 0.0327, 0.0455, -0.01
Si, 18.9655, 8.2286, 24.4777, -0.0016, -0.0062, -0.0175
Si, 16.2969, 10.9651, 24.4532, 0.0289, 0.0272, -0.0126
Si, 19.0303, 13.5361, 24.4402, 0.0327, -0.0531, 0.0123
Si, 21.6505, 16.4056, 24.4961, 0.0105, 0.0393, 0.0088
Si, 24.453, 2.6739, 24.5114, 0.0034, -0.0032, 0.0043
Si, 21.7833, 5.3781, 24.2454, -0.0059, -0.0033, -0.0415
Si, 24.552, 8.1181, 24.4442, -0.027, -0.0418, 0.0736
Si, 21.716, 10.9255, 24.2563, -0.0048, 0.0349, -0.0471
Si, 24.4253, 13.5869, 24.4417, 0.0095, 0.0052, -0.0069
Si, 27.2228, 16.2526, 24.4587, -0.0193, -0.0479, -0.0296
Si, 29.9704, 2.6295, 24.6938, -0.0168, -0.0138, 0.0416
Si, 27.2508, 5.4388, 24.3705, -0.0093, -0.0285, -0.0428
Si, 29.9544, 8.0928, 24.5827, -0.0037, 0.0091, 0.0598
Si, 27.2465, 10.8005, 24.3926, -0.0019, -0.0037, -0.0161
Si, 30.0003, 13.565, 24.7007, 0.0181, 0.0167, 0.0176
Si, -0.0088, 2.5443, 27.594, 0.0284, 0.0062, 0.0417
Si, 1.3667, 4.0273, 26.1772, 0.0088, -0.0209, 0.0414
Si, -1.2779, 6.6684, 25.9178, -0.035, 0.0165, 0.0067
Si, 1.3322, 9.5619, 25.8902, 0.0314, 0.0247, -0.0338
Si, -1.221, 12.1762, 26.1013, 0.0356, 0.0251, 0.0402
Si, 1.5058, 14.847, 25.9814, -0.0159, -0.02, 0.0286
Si, 4.2019, 17.7616, 25.9534, 0.0255, 0.007, -0.0051
Si, 6.9115, 4.2388, 25.793, 0.0082, 0.0357, 0.0174
Si, 4.1348, 6.8191, 25.9252, -0.0181, -0.0301, -0.0299
Si, 6.8374, 9.5037, 25.9232, 0.0087, 0.0637, -0.0192
Si, 4.0663, 12.1872, 25.7571, -0.0522, -0.0071, 0.0157
Si, 6.8453, 15.0629, 25.7671, 0.0664, -0.0444, -0.0403
Si, 9.5984, 17.6732, 25.7312, -0.0192, 0.0166, 0.0209
Si, 12.2406, 4.1973, 25.8523, 0.051, 0.003, 0.0271
Si, 9.5839, 6.8463, 25.9514, -0.0104, 0.035, 0.0339
Si, 12.2357, 9.5368, 25.6641, 0.0084, 0.0336, 0.018
Si, 9.4447, 12.1683, 25.7588, -0.0132, -0.0531, -0.0632
Si, 12.1713, 14.9643, 25.7846, 0.007, 0.0053, 0.0214
Si, 14.8838, 17.7295, 25.6972, 0.0517, -0.0025, 0.0041
Si, 17.6477, 4.0042, 25.8907, -0.0258, -0.0018, -0.0011
Si, 15.0102, 6.7788, 25.848, -0.0088, 0.0119, 0.0436
Si, 17.6265, 9.6699, 25.9014, 0.0755, -0.0197, 0.0681
Si, 14.8585, 12.3762, 25.6885, 0.0369, -0.0346, 0.0361
Si, 17.5965, 14.9588, 25.6369, -0.0409, 0.0168, 0.0278
Si, 20.285, 17.7319, 25.989, 0.0133, -0.0056, 0.0678
Si, 23.0298, 4.1148, 25.7603, -0.0086, 0.0222, 0.0059
Si, 20.4258, 6.7044, 25.5428, 0.0098, -0.0048, -0.0222
Si, 23.079, 9.5985, 25.5481, 0.0182, 0.0214, 0.0167
Si, 20.4129, 12.1102, 25.7833, -0.0483, 0.01, 0.0696
Si, 23.0267, 15.0144, 25.7475, 0.0391, -0.0396, 0.0531
Si, 25.8505, 17.5609, 25.8076, -0.0301, -0.0037, 0.0413
Si, 28.5301, 4.1656, 25.8341, 0.0313, 0.0246, 0.037
Si, 25.9519, 6.7115, 25.8138, 0.0154, 0.024, 0.0265
Si, 28.5365, 9.5009, 25.8727, -0.0376, -0.0122, 0.0253
Si, 25.8038, 12.0994, 25.6651, -0.0213, -0.0167, 0.0075
Si, 28.501, 14.944, 25.9393, -0.0265, 0.0242, 0.0238
Si, 29.7601, 16.2545, 27.48, -0.0106, -0.0766, 0.0746
Si, -1.3029, 17.493, 26.117, 0.0363, 0.0136, 0.0259
Si, 29.9278, 5.4024, 27.3258, -0.0002, -0.0324, -0.0103
Si, 0.0279, 8.1133, 27.2487, 0.0433, -0.0051, 0.0167
Si, 29.9039, 10.7903, 27.3167, -0.0115, 0.0131, 0.0276
Si, 0.7079, 13.0381, 27.379, 0.1174, -0.1988, -0.5489
Si, 2.8569, 16.3252, 27.2553, -0.0385, 0.0053, 0.0153
Si, 5.6552, 2.889, 27.2009, -0.0012, -0.0262, 0.0557
Si, 2.8458, 5.4949, 27.4119, 0.0304, -0.0023, 0.0565
Si, 5.4154, 8.2634, 27.3103, -0.063, 0.0074, -0.0314
Si, 2.4804, 11.1827, 27.1954, -0.0366, 0.0376, -0.0037
Si, 5.5144, 13.5465, 26.9633, -0.0416, 0.0022, 0.0339
Si, 8.2146, 16.4392, 27.1595, -0.0013, -0.0134, 0.0344
Si, 10.8406, 2.7908, 27.1039, 0.0202, 0.0092, 0.0105
Si, 8.1906, 5.5371, 27.3402, 0.0089, -0.0295, -0.0539
Si, 11.0273, 8.2542, 27.1991, -0.0161, -0.0136, 0.0106
Si, 8.2335, 10.8051, 27.3048, 0.0669, -0.0136, -0.041
Si, 10.6885, 13.6292, 27.0499, -0.0079, 0.0176, 0.0449
Si, 13.5242, 16.3944, 27.0649, 0.0096, -0.0041, -0.0007
Si, 16.9876, 17.1347, 28.5154, -0.0429, -0.0373, 0.009
Si, 13.6477, 5.4795, 27.2953, -0.0555, -0.0172, 0.008
Si, 16.3156, 8.2064, 27.1993, -0.1348, -0.0659, 0.0116
Si, 13.4084, 11.0721, 26.9491, -0.3679, 0.245, -0.3551
Si, 16.1522, 13.7716, 27.0443, -0.269, 0.3578, -0.3725
Si, 18.7814, 16.2608, 27.1606, 0.0265, 0.0185, 0.0067
Si, 21.6737, 2.9099, 27.2976, -0.0018, -0.0165, 0.0419
Si, 19.1584, 5.407, 27.0291, 0.0571, -0.0284, 0.0138
Si, 21.8276, 8.1064, 26.7559, -0.0393, -0.0757, -0.0225
Si, 19.2224, 10.7418, 27.3526, 0.0212, -0.0139, 0.0473
Si, 21.6715, 13.6169, 27.056, 0.0275, 0.0315, 0.0157
Si, 24.4071, 16.262, 27.1955, 0.0588, -0.0438, -0.0158
Si, 27.1124, 2.7746, 27.0703, -0.0508, 0.0181, -0.0216
Si, 24.4889, 5.3839, 27.0998, -0.0662, 0.046, 0.036
Si, 27.227, 8.1043, 27.2767, -0.0258, -0.0221, 0.0367
Si, 24.3972, 10.8114, 27.038, 0.0378, 0.0026, 0.0041
Si, 27.0546, 13.4552, 27.0643, -0.0361, -0.0155, 0.0437
Si, 28.6074, 15.5334, 35.6695, 0.1442, 0.0626, 0.0766
Si, 1.4629, 17.3588, 28.8529, 0.0149, 0.2312, -0.7635
Si, -1.94, 3.5339, 28.6536, 0.0335, -0.0527, 0.015
Si, 1.7835, 7.2466, 28.6159, -0.1854, -0.2021, -0.745
Si, -1.7449, 8.9999, 28.5237, -0.3315, -0.2058, -0.3969
Si, 0.1447, 14.6758, 30.0636, 0.1557, -0.0716, -0.0438
Si, 4.4142, 15.0009, 28.3718, -0.1728, -0.0917, -0.634
Si, 7.5254, 2.0396, 28.3658, 0.1466, 0.2035, -0.4976
Si, 4.5791, 4.4027, 28.6458, -0.2762, -0.121, -0.7939
Si, 6.6386, 6.764, 28.7383, 0.2051, 0.162, -0.5805
Si, 3.8393, 9.6394, 28.5009, 0.0633, 0.2397, -0.5477
Si, 6.991, 12.4552, 28.3967, -0.2697, -0.3467, -0.066
Si, 9.1719, 14.7132, 28.4437, 0.0296, 0.1783, -0.7948
Si, 12.3477, 17.9083, 28.3883, -0.1386, -0.1268, -0.666
Si, 9.2384, 3.7504, 28.5228, -0.0475, 0.0238, 0.0992
Si, 12.7592, 7.3252, 28.4972, 0.2669, 0.0726, -0.4553
Si, 9.8942, 9.6999, 28.6699, -0.1787, -0.1418, -0.6614
Si, 11.8519, 12.1084, 28.3298, -0.0565, 0.1049, -0.6683
Si, 15.2045, 15.45, 28.3701, 0.2513, 0.2373, -0.431
Si, 16.2076, 2.6286, 27.2183, 0.0102, -0.0338, 0.0291
Si, 14.6329, 3.7283, 28.5864, 0.2638, 0.3139, -0.6153
Si, 18.1865, 7.1954, 28.0633, -0.1027, -0.0318, 0.0477
Si, 14.6013, 8.9002, 28.7407, 0.1649, -0.7803, -0.4011
Si, 18.437, 12.5609, 28.6725, 0.7381, -0.0183, -0.4313
Si, 19.8732, 14.5265, 28.3096, -0.212, -0.3508, -0.5416
Si, 23.4419, 1.7801, 28.3471, 0.1604, 0.1275, -0.6035
Si, 20.6383, 4.6612, 28.7038, 0.0312, 0.0352, 0.0234
Si, 23.5621, 7.2772, 28.1056, 0.0969, 0.0869, -0.091
Si, 20.0895, 8.6195, 28.2425, -0.0783, 0.3192, -0.3865
Si, 23.4356, 12.6153, 28.2228, 0.136, 0.1958, -0.599
Si, 25.2167, 14.2825, 28.2712, -0.2338, 0.0038, -0.6424
Si, 28.8295, 1.9167, 28.3867, 0.2987, 0.2019, -0.4948
Si, 25.2017, 3.4504, 28.2882, -0.0885, -0.0375, -0.6061
Si, 29.0677, 7.2435, 28.5979, 0.019, 0.0373, 0.0084
Si, 25.2994, 9.0417, 28.3559, -0.1549, -0.2239, -0.5822
Si, 28.4447, 12.2229, 28.5061, -0.088, -0.0325, -0.7041
Si, -2.8146, 5.4028, 35.2255, -0.0155, -0.0265, 0.0744
Si, 1.7211, 15.8771, 34.4815, -0.1091, 0.0151, 0.1679
Si, -1.7074, 4.2397, 30.9215, -0.1527, -0.2822, -0.6494
Si, 28.4778, 6.2219, 30.658, 0.2365, 0.424, -0.5875
Si, -1.1462, 8.9946, 31.4903, 0.1426, 0.0319, -0.0416
Si, 1.7188, 13.5254, 32.5561, -0.0354, 0.1833, -0.0484
Si, 11.0873, 15.9936, 30.5725, 0.1194, -0.0498, -0.1107
Si, 10.5611, 11.8639, 33.19, 0.0878, -0.068, -0.0461
Si, -0.6843, 10.0119, 34.1563, 0.0017, -0.0405, -0.0153
Si, 10.7057, 17.1664, 33.3492, 0.0319, 0.0374, -0.0381
Si, 27.4819, 7.9981, 38.0367, -0.079, -0.2745, 0.0061
Si, 13.3222, 7.8277, 33.6201, -0.0253, -0.1281, -0.0643
Si, 5.6716, 11.6133, 30.1815, -0.2173, 0.6482, -0.2624
Si, 2.8738, 4.1643, 35.5785, -0.031, -0.0114, -0.0957
Si, 8.7677, 7.5732, 30.8012, -0.0814, 0.1465, 0.0369
Si, 11.0275, 14.4266, 34.8005, 0.0413, -0.0703, -0.0347
Si, 11.1973, 9.5348, 35.0931, 0.0352, -0.0568, 0.0683
Si, 14.9008, 5.4632, 31.0056, -0.7106, 0.0907, -0.0704
Si, 22.9096, 16.9611, 31.2615, -0.0572, 0.0825, -0.1273
Si, 20.023, 15.9621, 31.0918, -0.0392, -0.0761, -0.1547
Si, 14.8231, 9.8166, 31.8382, -0.4149, 0.5252, 0.0874
Si, 19.2973, 4.3717, 30.6622, 0.3771, 0.0966, -0.5011
Si, 17.5337, 6.8655, 30.2254, 0.1119, -0.0335, -0.5943
Si, 8.4447, 2.9847, 33.1773, -0.0713, -0.0609, -0.1863
Si, 22.0785, 5.4452, 37.0308, 0.0829, -0.051, 0.2118
Si, -2.7615, 9.7738, 38.5353, 0.4918, -0.3147, 0.1734
Si, 20.7857, 6.9626, 34.9155, 0.0358, -0.0283, -0.0086
Si, 13.5235, 11.7376, 32.4715, 0.2051, -0.5744, -0.242
Si, 16.6398, 8.2561, 37.0298, -0.0584, 0.0049, 0.0299
Si, 23.0834, 17.051, 38.3154, -0.6133, 0.1339, -0.0297
Si, -2.5055, 3.4686, 37.3864, -0.0165, 0.0051, 0.0677
Si, 0.2222, 2.8626, 35.8324, 0.2845, -0.5758, 0.237
Si, 27.4951, 12.5797, 35.1516, 0.0468, 0.1153, -0.0089
Si, 25.0526, 7.7063, 35.5924, -0.1308, 0.0198, 0.1618
Si, 19.1331, 11.354, 31.3135, -0.3612, -0.4329, 0.1341
Si, 26.6142, 10.6296, 30.6478, -0.0294, -0.0668, -0.0845
Si, 25.4762, 2.7752, 38.2762, -0.1909, 0.2741, 0.7169
Si, 25.8504, 3.5603, 33.9095, -0.0293, -0.0672, -0.0355
Si, -1.3505, 13.6016, 37.8031, 0.1022, 0.1607, 0.062
Si, -2.5672, 11.2973, 36.0315, 0.1378, 0.0784, 0.0829
Si, 29.7854, 14.9118, 29.5039, 0.0823, 0.4143, -0.7601
Si, 28.4526, 8.7108, 32.3269, -0.0461, -0.0115, -0.019
Si, -0.488, 7.4295, 35.5384, 0.0793, -0.0453, -0.0173
Si, 3.6996, 2.2311, 30.7599, 0.0511, -0.0488, -0.111
Si, 6.1211, 16.6858, 30.2059, -0.0183, 0.0808, 0.0125
Si, 6.7891, 9.7656, 34.9118, 0.0621, 0.1386, -0.0814
Si, 0.3874, 7.8996, 38.483, -0.3835, -0.0599, 0.4407
Si, 7.5794, 11.8217, 32.6241, -0.0316, 0.0154, -0.0377
Si, 7.4531, 16.4396, 36.7031, -0.1533, -0.0591, -0.059
Si, 1.7978, 11.3792, 34.5316, -0.0069, 0.0203, -0.0649
Si, 2.2166, 6.645, 34.0063, -0.0798, -0.0371, 0.0524
Si, 8.7246, 5.4193, 35.1352, 0.0815, 0.5691, -0.2236
Si, -1.7749, 3.0331, 33.6264, 0.0842, -0.0917, 0.0114
Si, 13.4241, 13.9587, 30.4451, 0.0089, 0.0151, -0.1237
Si, 21.9435, 11.9099, 30.9225, -0.0393, 0.0782, -0.1408
Si, 13.2142, 2.4184, 34.1156, 0.1161, 0.077, 0.0558
Si, 15.3008, 17.4782, 35.7668, 0.086, -0.0965, -0.0691
Si, 16.0567, 2.2894, 33.2065, 0.0081, 0.0333, -0.0025
Si, 15.5847, 14.5705, 37.0122, -0.0697, -0.0152, 0.0367
Si, 20.7983, 14.2418, 35.6193, 0.0196, 0.032, -0.0295
Si, 18.6207, 13.8103, 37.478, 0.0582, 0.107, 0.1706
Si, 24.9621, 5.0083, 36.2526, -0.1289, -0.0177, 0.0793
Si, 25.3585, 15.1848, 31.1582, -0.0034, -0.0204, -0.0707
Si, 22.0937, 6.4428, 0.3418, -0.061, 0.1705, -0.0407
Si, 16.2848, 5.0978, 33.8246, 0.1031, 0.0399, 0.0116
Si, 25.7907, 4.7019, 30.9372, -0.0399, -0.0143, 0.0242
Si, 19.9454, 3.1995, 37.317, 0.0173, 0.0259, 0.1467
Si, 2.3436, 12.0737, 37.392, -0.0764, -0.0283, 0.1021
Si, 27.8188, 7.686, 34.9121, 0.0673, -0.0245, 0.1037
Si, 21.8329, 6.6694, 29.5198, 0.0684, -0.2376, -0.0971
Si, 17.8401, 9.518, 31.9384, 0.2117, 0.38, -0.1372
Si, 28.2092, 17.397, 38.0782, 0.1491, -0.1123, 0.5244
Si, 4.2183, 13.3121, 30.9437, 0.4826, -0.5084, -0.3345
Si, 4.4595, 3.4734, 38.2098, -0.2405, 0.1367, 0.5544
Si, 28.2761, 17.892, 33.8457, -0.0501, 0.0226, 0.046
Si, -0.8675, 15.5201, 35.7797, 0.0191, -0.0314, -0.0354
Si, 23.1108, 2.1316, 33.9491, -0.0884, 0.038, -0.0675
Si, 25.6664, 12.6367, 32.7621, -0.0121, -0.0954, -0.07
Si, 26.1874, 12.3864, 37.7473, 0.16, -0.0518, 0.1694
Si, 0.5588, 6.3378, 31.4117, -0.0116, 0.1219, 0.0438
Si, 0.9879, 17.247, 36.9222, 0.0388, 0.4413, -0.2521
Si, 3.6553, 9.1737, 34.7393, 0.0059, 0.0352, 0.0477
Si, 6.4228, 14.7286, 32.4041, 0.0815, -0.052, -0.0522
Si, 3.7734, 18.1209, 33.6978, 0.7046, -0.3776, 0.0246
Si, 7.0203, 5.2428, 37.8497, -0.097, 0.0821, -0.0332
Si, 10.1654, 17.8908, 37.3777, -0.0097, 0.0216, 0.1564
Si, 3.0273, 9.2941, 37.7336, -0.0126, -0.0514, 0.0011
Si, 13.1487, 5.5313, 37.6583, 0.3679, 0.1748, -0.3387
Si, 12.4649, 11.0112, 37.493, -0.0246, -0.1001, 0.0192
Si, 12.5674, 5.9851, 31.2409, 0.7284, -0.2117, -0.1338
Si, 11.4043, 3.8497, 35.9005, -0.0407, 0.078, -0.0631
Si, 9.8771, 4.5633, 30.7151, -0.0274, -0.3615, -0.4164
Si, 8.0403, 10.861, 37.6069, 0.1209, 0.0581, 0.0728
Si, 20.3411, 13.6062, 32.6396, -0.1256, -0.0752, -0.0387
Si, 8.889, 13.8895, 37.0241, -0.0974, -0.009, 0.0263
Si, 17.9327, 7.7578, 34.4712, -0.1433, -0.0414, -0.0375
Si, 8.8582, 7.6255, 34.07, 0.1943, -0.6602, 0.0887
Si, 17.0668, 2.6456, 37.8176, 0.1369, -0.1792, 0.1658
Si, 13.6507, 12.9991, 35.3173, 0.0092, 0.0724, -0.0976
Si, 23.042, 8.1939, 33.6329, -0.069, 0.0288, -0.0091
Si, 6.1119, 17.3611, 34.0218, -0.5911, 0.3453, -0.1499
Si, 17.6604, 18.0039, 30.6102, -0.3198, -0.2753, -0.5455
Si, 23.1724, 6.2699, 31.3528, -0.3952, 0.0396, -0.3304
Si, 27.8593, 16.8774, 30.9561, 0.0357, -0.07, -0.0587
Si, 21.354, 4.4795, 33.0617, -0.0652, 0.0797, -0.1269
Si, 22.1752, 11.7819, 36.1502, -0.0258, -0.0551, 0.0027
Si, 21.7501, 17.1026, 36.3828, 0.4482, 0.0557, 0.5957
Si, 23.1806, 11.1096, 33.5263, -0.0297, 0.096, -0.0066
Si, 31.2991, 1.3293, 9.5639, 0.016, 0.0053, 0.0086
Si, 1.3616, 4.0942, 9.5281, -0.0006, -0.011, 0.0095
Si, 31.301, 6.7781, 9.5093, -0.0234, -0.0231, 0.0087
Si, 1.3702, 9.51, 9.5014, 0.0001, -0.0077, 0.0052
Si, 31.2855, 12.2085, 9.5136, 0.0089, 0.0155, 0.0053
Si, 1.3862, 14.9228, 9.5053, 0, 0.012, -0.0011
Si, 4.0677, 1.372, 9.5336, 0.0023, -0.0028, 0.0019
Si, 6.8001, 4.1067, 9.532, -0.0065, 0.0028, 0.0008
Si, 4.0979, 6.8253, 9.5124, -0.0079, 0.0117, 0.0011
Si, 6.797, 9.5627, 9.4987, -0.0056, 0.0067, -0.0016
Si, 4.1002, 12.2277, 9.4932, 0.0003, -0.0221, 0.0025
Si, 6.8254, 14.951, 9.5286, 0.003, -0.0008, 0.0102
Si, 9.5481, 1.3676, 9.5093, 0.0066, -0.0054, 0.0019
Si, 12.2578, 4.0816, 9.524, 0.003, -0.0074, -0.0021
Si, 9.5116, 6.845, 9.505, 0.0055, -0.0033, -0.0187
Si, 12.2302, 9.5485, 9.5341, 0.0101, 0.0023, 0.0014
Si, 9.5226, 12.2707, 9.5027, 0.0055, 0.0054, 0.012
Si, 12.2483, 14.9728, 9.4952, -0.0135, -0.0112, 0.0035
Si, 14.9627, 1.3732, 9.509, -0.0125, -0.0036, -0.0056
Si, 17.6743, 4.0884, 9.5233, 0.0156, 0.0122, 0.006
Si, 14.9535, 6.8251, 9.5467, 0.0107, 0.0158, 0.0069
Si, 17.6762, 9.5433, 9.5195, 0.002, 0.0049, -0.0015
Si, 14.9522, 12.2849, 9.5208, -0.0119, -0.0096, -0.0012
Si, 17.6581, 14.9528, 9.5105, -0.0178, -0.0084, -0.0118
Si, 20.3909, 1.3391, 9.5631, -0.0075, -0.0016, -0.003
Si, 23.1199, 4.089, 9.5555, -0.0147, 0.0018, -0.0062
Si, 20.4007, 6.7995, 9.5179, 0.0045, -0.0104, 0.01
Si, 23.0861, 9.4725, 9.5324, -0.0061, -0.0092, 0.0054
Si, 20.3636, 12.219, 9.5227, 0.0121, 0.0121, -0.0137
Si, 23.1126, 14.92, 9.5597, -0.0002, 0.0095, 0.0029
Si, 25.8527, 1.3422, 9.5482, 0.016, 0.0036, -0.0035
Si, 28.567, 4.0505, 9.5411, 0.0085, -0.0031, -0.0045
Si, 25.8237, 6.7905, 9.5256, 0.0016, 0.0248, -0.0071
Si, 28.5582, 9.4898, 9.5141, -0.0038, 0.0062, 0.003
Si, 25.8241, 12.1767, 9.5411, -0.0065, -0.0182, 0.0003
Si, 28.5775, 14.9026, 9.5532, 0.0189, 0.0054, 0.0034
Si, 29.9316, 16.2826, 10.9056, -0.0014, -0.0058, 0.0046
Si, 0.0138, 2.7173, 10.8948, -0.0086, 0.003, 0.0066
Si, 29.9348, 5.4243, 10.8811, 0.0052, 0.0016, -0.0012
Si, 0.0116, 8.149, 10.87, 0.0089, 0.003, 0.001
Si, 29.9216, 10.8524, 10.8759, 0.0027, 0.0026, 0.0038
Si, 0.0109, 13.5755, 10.8703, -0.0031, -0.0018, -0.0026
Si, 2.7152, 16.3098, 10.8784, -0.0098, 0.0117, -0.002
Si, 5.4378, 2.7325, 10.8821, 0.0023, 0.0167, -0.0058
Si, 2.7319, 5.4562, 10.8737, 0.0029, 0.0096, -0.0034
Si, 5.4473, 8.1901, 10.8689, 0.0042, -0.0023, 0.0032
Si, 2.7313, 10.8737, 10.8611, 0.0021, 0.0042, -0.0014
Si, 5.4438, 13.5951, 10.8708, 0.0047, -0.0007, -0.0069
Si, 8.1767, 16.3306, 10.8727, 0.0073, -0.0045, -0.0063
Si, 10.8877, 2.7293, 10.8794, 0.0055, 0.0043, 0.0011
Si, 8.1583, 5.4763, 10.8746, -0.0129, 0.0128, -0.0025
Si, 10.8682, 8.1846, 10.8826, 0.0011, -0.0011, 0.0011
Si, 8.1586, 10.9104, 10.8651, -0.0041, -0.0018, 0.0016
Si, 10.8807, 13.6248, 10.8659, -0.004, 0.0053, -0.0037
Si, 13.5952, 16.3355, 10.8652, 0.0043, 0.0067, 0.0024
Si, 16.3173, 2.727, 10.8786, -0.0071, -0.0077, 0.0023
Si, 13.5982, 5.4505, 10.8882, 0.004, -0.0055, 0.0047
Si, 16.3264, 8.1787, 10.8866, 0.0022, -0.0057, 0.0014
Si, 13.5968, 10.9105, 10.8771, 0.003, 0.0005, -0.0056
Si, 16.3083, 13.6192, 10.8943, -0.008, 0.014, 0.01
Si, 19.0192, 16.301, 10.8927, 0.0043, -0.0065, 0.0018
Si, 21.7617, 2.7128, 10.9001, 0.0003, -0.0055, -0.0009
Si, 19.0423, 5.4402, 10.8797, 0.0041, -0.006, -0.0002
Si, 21.7485, 8.1323, 10.909, 0.0111, 0.0036, 0.0027
Si, 19.0202, 10.8824, 10.9034, -0.0154, 0.0158, 0.0084
Si, 21.7466, 13.5584, 10.8941, 0.0083, -0.0119, 0.005
Si, 24.4798, 16.3021, 10.8966, -0.02, 0.0064, -0.0047
Si, 27.2178, 2.6928, 10.9083, 0.0002, -0.0136, 0.0051
Si, 24.4908, 5.4325, 10.9097, 0.0018, -0.0189, 0.0052
Si, 27.1971, 8.1418, 10.8852, -0.0093, 0.0071, 0.0035
Si, 24.4608, 10.8305, 10.8946, 0.0008, 0, 0.0041
Si, 27.1967, 13.5489, 10.892, 0.0022, 0.0011, -0.003
Si, 31.3013, 14.9314, 12.2527, 0.0122, 0.0121, 0.0057
Si, 1.3649, 1.3494, 12.2503, 0.0021, -0.0013, 0.0079
Si, 31.2873, 4.0682, 12.2532, -0.0046, -0.0069, 0.0045
Si, 1.3672, 6.7995, 12.2427, -0.0058, -0.0058, 0.0046
Si, 31.2874, 9.5002, 12.2385, -0.0001, -0.0026, 0.0021
Si, 1.3696, 12.2239, 12.2343, 0.0017, 0.0018, 0.0018
Si, 4.0816, 14.956, 12.2337, 0.0058, 0.0033, -0.0026
Si, 6.801, 1.3664, 12.2295, -0.003, -0.0006, -0.0055
Si, 4.077, 4.089, 12.242, -0.0002, -0.0072, 0.0024
Si, 6.7928, 6.8238, 12.2365, 0.0091, -0.0029, 0.0032
Si, 4.079, 9.5257, 12.2395, -0.0074, -0.0066, 0.0056
Si, 6.7947, 12.2476, 12.2414, 0.0008, -0.004, 0.0059
Si, 9.5215, 14.9729, 12.2395, 0.0077, 0.0071, -0.0009
Si, 12.2386, 1.3685, 12.2375, -0.0063, -0.0034, 0.0023
Si, 9.5139, 4.0975, 12.2234, 0.0055, 0.0056, -0.0055
Si, 12.2272, 6.8136, 12.2332, -0.009, -0.0073, -0.0035
Si, 9.503, 9.5423, 12.2339, -0.0073, -0.006, 0
Si, 12.2278, 12.2606, 12.2332, -0.0004, -0.0046, -0.0036
Si, 14.946, 14.981, 12.2396, 0.002, -0.006, 0.0019
Si, 17.6699, 1.3597, 12.2409, -0.0068, -0.0106, 0.0002
Si, 14.9584, 4.0872, 12.2394, -0.0014, 0.0073, 0.0023
Si, 17.6844, 6.8067, 12.2372, 0.0023, 0.0066, -0.006
Si, 14.9555, 9.5407, 12.2329, 0.0063, 0.0136, -0.0071
Si, 17.666, 12.2505, 12.2517, 0.0032, -0.0008, 0.0007
Si, 20.3961, 14.9431, 12.2429, 0.0004, -0.0005, -0.0051
Si, 23.1293, 1.3517, 12.2541, 0.0156, 0.0065, 0.0017
Si, 20.3995, 4.0787, 12.2469, -0.0058, 0.002, -0.0053
Si, 23.1262, 6.7873, 12.2656, -0.0086, 0.0077, -0.0016
Si, 20.3938, 9.5148, 12.2493, 0.0068, 0.0012, -0.0031
Si, 23.1174, 12.2093, 12.2523, -0.0054, 0.0019, -0.0002
Si, 25.8479, 14.9325, 12.2443, 0.0041, 0.0093, -0.0017
Si, 28.5769, 1.3317, 12.262, -0.0051, 0.0024, -0.0004
Si, 25.857, 4.0636, 12.2583, 0.0034, 0.0014, -0.0003
Si, 28.5702, 6.7833, 12.2419, -0.0026, -0.0055, -0.0006
Si, 25.8438, 9.495, 12.2568, 0.0011, 0.0044, 0.0016
Si, 28.571, 12.2093, 12.2526, 0.0013, -0.0016, 0.0036
Si, 0.0068, 16.3072, 13.6139, -0.0078, -0.0002, 0.0025
Si, 2.7208, 2.7199, 13.6047, 0.0023, -0.0019, -0.0031
Si, 0.0104, 5.4332, 13.6062, 0.002, 0.005, -0.0061
Si, 2.7207, 8.1636, 13.604, 0.0073, 0.0057, -0.0021
Si, 0.0078, 10.8644, 13.5998, -0.0002, -0.0005, -0.0035
Si, 2.7178, 13.5969, 13.5981, -0.0058, 0.0016, -0.0042
Si, 5.4351, 16.3262, 13.5908, 0.0011, -0.0002, -0.0027
Si, 8.15, 2.7377, 13.5868, -0.0022, 0.0014, -0.0023
Si, 5.4336, 5.4552, 13.5962, -0.0004, 0.0089, -0.001
Si, 8.146, 8.1811, 13.5983, 0.0003, 0.0007, 0.0031
Si, 5.4314, 10.889, 13.6023, 0.0075, 0.0053, -0.0031
Si, 8.1493, 13.6157, 13.5961, 0.0003, 0.008, -0.0044
Si, 10.8717, 16.3362, 13.5981, 0.0001, -0.0036, 0.0012
Si, 13.5928, 2.7315, 13.5952, -0.0016, -0.0055, 0.0017
Si, 10.8655, 5.4549, 13.589, 0.0017, 0.003, 0.0036
Si, 13.5904, 8.1769, 13.5843, 0.0079, 0.0012, -0.0073
Si, 10.8635, 10.9007, 13.5898, 0.0023, 0.0019, -0.0057
Si, 13.5857, 13.6174, 13.593, -0.0047, 0.0105, -0.0014
Si, 16.3082, 16.3304, 13.6014, -0.0115, 0.0071, 0.0037
Si, 19.0385, 2.7161, 13.5961, 0.0058, 0.0048, 0.0001
Si, 16.3196, 5.4487, 13.5907, 0.0066, -0.0096, 0.0007
Si, 19.0393, 8.157, 13.607, -0.004, -0.0032, 0.0023
Si, 16.3086, 10.8898, 13.6041, -0.0007, 0.0033, 0.0004
Si, 19.0383, 13.5968, 13.6096, -0.0028, 0.0004, 0.0042
Si, 21.7651, 16.3055, 13.5991, -0.0058, 0.0031, -0.0047
Si, 24.4967, 2.704, 13.616, -0.0028, -0.0029, 0.0051
Si, 21.7652, 5.4279, 13.6139, 0.0146, -0.0083, 0.0022
Si, 24.4922, 8.1407, 13.6248, 0.0067, -0.0047, 0.0027
Si, 21.7608, 10.8608, 13.6139, -0.0008, -0.0064, 0.0042
Si, 24.4868, 13.5762, 13.6037, -0.0072, -0.0057, -0.0025
Si, 27.2113, 16.2913, 13.6096, 0.0035, 0.0008, -0.0011
Si, 29.9351, 2.7014, 13.6167, 0.0018, -0.0028, 0.0007
Si, 27.2221, 5.4215, 13.6151, -0.0028, -0.0071, 0.0022
Si, 29.9316, 8.1414, 13.6083, -0.0007, 0.0051, -0.001
Si, 27.211, 10.8557, 13.6152, -0.0058, -0.0031, 0.0019
Si, 29.9341, 13.575, 13.611, -0.0033, -0.0036, -0.0038
Si, 31.2915, 1.3448, 14.9815, -0.0031, 0.0026, 0.0088
Si, 1.3613, 4.0731, 14.9736, -0.005, -0.0036, 0.0035
Si, 31.2941, 6.7851, 14.9752, -0.0008, -0.0094, 0.0007
Si, 1.361, 9.5129, 14.974, 0.0023, -0.0047, -0.0001
Si, 31.2949, 12.2198, 14.9735, 0.006, -0.0013, 0.002
Si, 1.3646, 14.9504, 14.9755, 0.0067, 0.0023, 0.0053
Si, 4.0763, 1.3592, 14.9635, 0.0068, 0.0034, 0.0018
Si, 6.7867, 4.0899, 14.9547, 0.0008, -0.0026, 0.0034
Si, 4.0733, 6.8032, 14.9665, -0.0038, -0.0042, 0.0038
Si, 6.7831, 9.5297, 14.9648, -0.0035, -0.0068, 0.0043
Si, 4.0691, 12.2426, 14.9675, 0.0051, -0.0023, -0.0006
Si, 6.7841, 14.9708, 14.9585, 0.0012, 0.0055, -0.0017
Si, 9.5022, 1.3765, 14.9498, 0.0079, -0.0014, 0.0018
Si, 12.2239, 4.0944, 14.9444, -0.003, 0.0034, -0.0019
Si, 9.503, 6.8119, 14.9489, -0.0019, -0.0033, -0.0016
Si, 12.2229, 9.5339, 14.9402, -0.0024, 0.0052, -0.0052
Si, 9.5021, 12.2535, 14.9549, -0.0001, -0.0045, -0.0017
Si, 12.2255, 14.9733, 14.9537, 0.0046, -0.0032, 0.0004
Si, 14.949, 1.3723, 14.9551, 0.004, -0.0025, 0.0025
Si, 17.679, 4.0846, 14.9463, -0.0029, -0.001, -0.0028
Si, 14.9533, 6.8141, 14.9385, -0.0027, 0.0015, -0.0066
Si, 17.6753, 9.5247, 14.9529, -0.0028, 0.0035, -0.0057
Si, 14.9439, 12.2544, 14.9498, -0.0027, -0.005, -0.007
Si, 17.6739, 14.9668, 14.9524, 0.0064, 0.0019, -0.0037
Si, 20.4071, 1.356, 14.9498, 0.0032, -0.0056, -0.0011
Si, 23.1359, 4.0711, 14.9676, -0.0051, 0.0008, 0.0009
Si, 20.4055, 6.7971, 14.9638, 0.0006, 0.0065, -0.0037
Si, 23.1308, 9.509, 14.9733, -0.0029, 0.0066, -0.004
Si, 20.4039, 12.2318, 14.9627, 0.0097, -0.0041, -0.0051
Si, 23.1328, 14.9472, 14.9585, 0.0036, 0.0022, -0.002
Si, 25.8619, 1.3391, 14.971, 0.0017, -0.0029, -0.0015
Si, 28.5811, 4.0616, 14.9806, -0.0033, 0.0021, 0.0028
Si, 25.8628, 6.7802, 14.9776, -0.0024, 0.0036, 0.0017
Si, 28.5777, 9.5009, 14.9772, -0.0022, 0.0014, 0.0027
Si, 25.855, 12.2253, 14.9695, 0.0089, 0.0086, 0.0007
Si, 28.5798, 14.9432, 14.9717, -0.0075, 0.0037, 0.002
Si, 29.9338, 16.3033, 16.3444, -0.0057, -0.0075, 0.0029
Si, 0.0073, 2.7101, 16.3424, 0.0032, -0.0027, 0.0005
Si, 29.9473, 5.4174, 16.3436, 0.0036, 0.0046, 0.0022
Si, 0.012, 8.1441, 16.3414, 0.0009, 0.0055, 0.0019
Si, 29.9429, 10.8586, 16.3417, -0.0034, 0.0029, 0.0028
Si, 0.0063, 13.5865, 16.3402, -0.0076, -0.0074, -0.0006
Si, 2.7174, 16.3215, 16.3347, 0.0017, -0.0003, -0.0016
Si, 5.426, 2.7297, 16.3218, -0.0063, -0.0037, -0.0004
Si, 2.7176, 5.4397, 16.3316, 0.012, 0.0073, -0.005
Si, 5.4235, 8.1692, 16.3279, 0.0057, 0.004, -0.0001
Si, 2.7119, 10.8818, 16.3356, 0.0024, 0.004, -0.0028
Si, 5.42, 13.6145, 16.3232, 0.0018, 0.0025, -0.0041
Si, 8.1353, 16.3413, 16.3133, -0.0073, -0.0031, -0.0022
Si, 10.8584, 2.7407, 16.3046, -0.0042, -0.002, -0.0005
Si, 8.1417, 5.4545, 16.3123, 0.0007, 0.0078, 0.0029
Si, 10.8624, 8.1754, 16.2998, 0.0014, -0.0053, -0.0013
Si, 8.1402, 10.8954, 16.3171, 0.0049, 0.0076, 0.0003
Si, 10.8598, 13.6165, 16.3086, 0.0056, 0.0079, -0.0052
Si, 13.5847, 16.3336, 16.3076, -0.0058, -0.0007, -0.0014
Si, 16.3135, 2.7338, 16.3028, 0.0017, 0.0058, 0.003
Si, 13.5858, 5.4602, 16.2918, 0.0021, -0.0018, -0.0011
Si, 16.3117, 8.167, 16.3032, 0.0006, 0.0015, 0
Si, 13.5782, 10.8939, 16.2989, 0.0012, 0.0023, -0.0013
Si, 16.3095, 13.6085, 16.3041, -0.0072, 0.0005, 0.0006
Si, 19.0403, 16.3249, 16.3043, 0.0041, 0.0035, 0.0022
Si, 21.7707, 2.7113, 16.3133, 0.0122, 0.0023, 0.0012
Si, 19.0396, 5.4358, 16.3106, -0.0031, -0.0099, 0.0013
Si, 21.7694, 8.1508, 16.3262, 0.0121, -0.0001, 0.0053
Si, 19.038, 10.8762, 16.3144, -0.0007, -0.0045, 0.0015
Si, 21.7739, 13.5887, 16.3151, -0.0104, 0.0004, 0.002
Si, 24.4999, 16.3, 16.325, -0.0006, 0.0054, 0.0048
Si, 27.2273, 2.6919, 16.338, -0.005, -0.0047, 0.0034
Si, 24.503, 5.4198, 16.335, 0.0018, -0.0039, 0.0012
Si, 27.2262, 8.1369, 16.3408, -0.0006, -0.0089, 0.0031
Si, 24.4971, 10.8671, 16.3304, -0.006, -0.0067, 0.0014
Si, 27.2206, 13.5856, 16.3298, 0.0004, -0.0064, 0.0009
Si, -1.3461, 14.9467, 17.7092, 0.0002, -0.0018, 0.0042
Si, 1.3638, 1.3569, 17.7091, -0.0018, 0.0038, 0.0043
Si, -1.3442, 4.0569, 17.7233, -0.005, 0.0056, 0.0056
Si, 1.3648, 6.7831, 17.713, 0.0095, -0.0098, 0.0063
Si, -1.3368, 9.5003, 17.7124, 0.0059, -0.0089, 0.0048
Si, 1.36, 12.2339, 17.7142, 0.0062, 0.0026, 0.002
Si, 4.0669, 14.9661, 17.7045, 0.0037, -0.002, 0.0052
Si, 6.777, 1.3748, 17.6882, 0.007, 0.0029, 0.0016
Si, 4.0694, 4.0825, 17.696, 0.0044, -0.0035, 0.0043
Si, 6.7839, 6.8093, 17.6809, -0.0059, -0.0053, 0.0043
Si, 4.0604, 9.5177, 17.6986, -0.0015, 0.0036, 0.0024
Si, 6.7739, 12.252, 17.6758, -0.0039, 0.0038, 0.0006
Si, 9.4946, 14.9775, 17.661, 0.0016, -0.004, 0.0008
Si, 12.221, 1.3816, 17.6537, 0.0061, -0.0054, 0.0003
Si, 9.4961, 4.094, 17.6719, 0.0085, -0.0057, 0.0024
Si, 12.2242, 6.8167, 17.6525, 0.003, 0.003, -0.0022
Si, 9.5019, 9.5287, 17.6641, 0.0025, -0.0007, 0.0045
Si, 12.2182, 12.2521, 17.6594, -0.0056, -0.0016, 0.0021
Si, 14.9483, 14.971, 17.6568, 0.0054, -0.0029, 0.0011
Si, 17.6782, 1.3726, 17.6535, -0.0037, -0.0039, -0.0011
Si, 14.9492, 4.1054, 17.6447, -0.0044, -0.001, -0.0057
Si, 17.6777, 6.8062, 17.6563, -0.0006, -0.0005, -0.0036
Si, 14.9395, 9.5292, 17.6466, -0.0081, 0.0028, -0.0044
Si, 17.6671, 12.2408, 17.6557, 0.0109, 0.0005, -0.0014
Si, 20.4013, 14.9546, 17.6517, 0.0103, -0.0037, -0.0038
Si, 23.1404, 1.3549, 17.6675, -0.0081, -0.0034, 0.0004
Si, 20.4021, 4.0708, 17.6649, 0.0084, 0.0009, 0.0008
Si, 23.135, 6.7873, 17.6798, -0.0028, 0.0069, 0
Si, 20.4042, 9.5195, 17.6733, -0.0053, -0.0025, -0.0002
Si, 23.1421, 12.2391, 17.6834, 0.0069, 0, -0.0015
Si, 25.8677, 14.9482, 17.6949, 0.002, -0.0075, -0.0005
Si, 28.5848, 1.3407, 17.7198, -0.0013, 0.0084, 0.0047
Si, 25.8696, 4.0533, 17.6924, -0.0032, -0.0045, 0.0012
Si, 28.5977, 6.7818, 17.7039, -0.0049, 0.0002, -0.0005
Si, 25.8609, 9.5031, 17.688, 0.0017, 0.0076, -0.0037
Si, 28.5878, 12.234, 17.6919, -0.012, 0.0092, -0.0011
Si, 0.0097, 16.3108, 19.0744, -0.0011, -0.002, -0.0064
Si, 2.7113, 2.73, 19.0732, 0.0156, -0.0058, -0.0094
Si, 0.0211, 5.4118, 19.0881, -0.0012, -0.0024, -0.0047
Si, 2.7138, 8.1524, 19.078, 0.0072, 0.0006, -0.0024
Si, 0.0176, 10.8596, 19.0847, -0.004, 0.0052, 0.0003
Si, 2.7057, 13.6104, 19.0773, -0.0006, -0.0082, -0.0029
Si, 5.4177, 16.34, 19.0618, -0.0024, -0.0043, -0.0015
Si, 8.1284, 2.7468, 19.0439, -0.0087, -0.0151, 0.0032
Si, 5.4273, 5.4512, 19.0488, 0.0042, 0.0039, -0.0087
Si, 8.1421, 8.1765, 19.032, 0.0071, -0.0043, -0.0004
Si, 5.4128, 10.8966, 19.0423, 0.0079, 0.0006, -0.0041
Si, 8.1341, 13.6181, 19.0221, -0.0032, 0.0084, -0.0004
Si, 10.8476, 16.3523, 19.0052, -0.0018, 0.0012, -0.0035
Si, 13.5863, 2.7505, 18.9947, 0.0016, 0.0085, -0.0054
Si, 10.8646, 5.4607, 19.0116, -0.0049, -0.001, 0.0049
Si, 13.5806, 8.1777, 19.0098, -0.005, -0.0061, 0.0007
Si, 10.8599, 10.8902, 19.0179, 0.0118, 0.0089, 0.0037
Si, 13.5825, 13.6128, 19.0082, 0.0046, 0.0032, 0.0034
Si, 16.3117, 16.3372, 19.0016, 0.0085, 0.0076, -0.0004
Si, 19.0315, 2.724, 19.0243, -0.0007, -0.0087, 0.0054
Si, 16.3025, 5.4627, 19.0081, -0.0017, -0.0019, -0.0009
Si, 19.043, 8.1519, 19.0215, -0.0003, 0.0039, 0.001
Si, 16.2987, 10.8805, 19.0025, -0.0114, -0.0068, 0.0001
Si, 19.0271, 13.6055, 19.0038, -0.0008, 0.0015, 0.0004
Si, 21.7659, 16.3148, 18.9988, -0.0004, -0.0033, -0.0088
Si, 24.5067, 2.6931, 19.0493, 0.0015, 0.0016, 0.0033
Si, 21.7655, 5.4243, 19.0231, 0.0049, 0.0004, -0.007
Si, 24.4999, 8.1397, 19.0433, -0.003, -0.0122, -0.0009
Si, 21.7647, 10.8871, 19.026, 0.0121, 0.0058, 0.0039
Si, 24.511, 13.5894, 19.0544, -0.0018, 0.013, 0.006
Si, 27.2249, 16.2965, 19.0786, -0.0059, -0.0096, 0.0035
Si, 29.9514, 2.6866, 19.1001, 0, -0.0069, 0.0029
Si, 27.2523, 5.3978, 19.048, -0.0014, 0.0086, -0.0051
Si, 29.9612, 8.1306, 19.0824, 0.0007, 0.0012, 0.0037
Si, 27.2311, 10.8662, 19.0364, 0.0003, -0.0039, -0.0079
Si, 29.9397, 13.5865, 19.0776, -0.0063, -0.0105, -0.0071
O, 30.51, 8.9106, 1.8406, -0.3577, 0.0734, -0.1226
O, 4.8243, 10.1123, 1.7094, 0.1384, 0.0701, 0.1067
O, 6.5417, 12.0341, 1.8726, 0.2433, 0.2117, 0.3358
O, 4.3965, 15.4911, 38.3996, -0.3362, 0.1433, -0.5466
O, 10.7604, 0.2111, 1.3677, -0.1365, -0.0707, -0.2718
O, 12.8288, 1.6093, 2.1118, -0.1044, -0.4111, 0.234
O, 11.6592, 6.0056, 1.4573, -0.334, 0.0636, -0.1541
O, 9.1711, 14.4087, 38.5292, -0.1159, 0.4713, 0.0041
O, 15.4873, 15.9637, 1.5252, -0.4021, 0.4903, -0.1066
O, 17.7457, 0.9055, 1.9064, 0.3673, -0.3664, -0.0177
O, 14.2203, 3.8575, 1.6778, 0.0435, -0.1668, 0.0271
O, 16.0959, 5.6667, 1.4349, 0.0758, 0.3469, -0.2725
O, 18.0516, 8.1103, 37.787, 0.45, -0.5703, -0.2495
O, 23.1424, 9.5381, 38.2828, 0.2833, -0.2097, 0.3825
O, 15.8026, 9.3739, 37.8164, -0.0193, -0.1009, -0.3242
O, 24.6147, 8.5989, 1.1734, -0.1234, 0.0824, -0.0401
O, 26.958, 11.0417, 1.4296, -0.358, -0.0805, -0.1886
O, 26.9394, 13.3591, 0.0548, -0.0311, -0.1525, 0.0152
O, 28.7103, 15.5647, 30.5394, -0.1664, -0.2638, 0.3827
O, 2.8671, 12.8221, 31.6649, -0.0245, -0.4814, 0.1752
O, 13.4577, 2.6495, 28.9497, 0.13, -0.1735, 0.1747
O, 14.3436, 10.3615, 28.0901, 0.1212, 0.3512, -0.0357
O, 16.9246, 12.8169, 28.1395, -0.2514, -0.3614, 0.3118
O, 1.6333, 8.9554, 38.5084, 0.0287, 0.4407, 0.315
O, 23.7285, 9.6314, 33.8348, 0.1847, 0.0491, 0.0909
O, 28.0704, 14.0541, 35.4066, 0.1832, 0.0723, -0.1639
O, 28.0457, 17.9784, 29.805, -0.5227, 0.4401, 0.0095
O, 0.073, 15.7507, 34.4565, -0.3129, -0.0608, -0.6913
O, 7.1038, 11.0503, 33.9658, -0.1534, 0.2271, 0.2262
O, -1.0117, 9.4533, 29.9481, 0.2405, 0.3284, 0.0116
O, 3.7783, 14.2888, 29.705, -0.6583, 0.0699, 0.081
O, 8.425, 10.7844, 0.5363, -0.0823, 0.1664, -0.4029
O, 12.992, 12.0923, 36.4546, -0.2097, 0.1098, 0.082
O, 4.7654, 17.3158, 30.8249, 0.0002, -0.3618, 0.3116
O, 12.4006, 9.0453, 34.1368, 0.0441, 0.4019, -0.128
O, 6.8834, 15.5805, 31.1014, 0.2692, 0.1002, -0.356
O, 2.7849, 8.4939, 29.0392, -0.2149, 0.2013, 0.1652
O, 29.7593, 2.0446, 34.2669, 0.1982, -0.3997, 0.2984
O, 9.5946, 18.2886, 33.6884, 0.2034, 0.0726, 0.1724
O, 11.6362, 17.2208, 29.6795, -0.144, 0.1814, 0.313
O, 14.6464, 14.781, 29.7733, 0.0574, -0.1886, 0.5426
O, 5.2312, 9.3827, 34.9033, 0.1086, -0.1932, 0.1127
O, 15.0629, 13.5483, 35.8725, 0.5011, -0.1407, -0.1815
O, 10.5513, 13.4217, 33.6206, -0.1006, 0.3283, -0.25
O, 25.7301, 14.3701, 29.8231, 0.4225, -0.3227, 0.1514
O, 21.5062, 7.8715, 0.8766, 0.1873, -0.075, 0.0459
O, 18.4321, 5.733, 30.9908, 0.367, 0.0393, 0.467
O, 15.1866, 4.1457, 30.0776, 0.4688, -0.3172, 0.0724
O, 20.369, 15.2926, 29.6717, 0.4705, -0.0707, 0.1288
O, 21.3996, 16.5708, 31.6408, -0.023, 0.1004, 0.4245
O, 20.6195, 18.2417, 36.6175, -0.3032, -0.212, -0.2909
O, 27.4716, 9.8319, 31.7451, -0.1557, 0.2291, 0.4473
O, 28.5863, 6.2868, 34.7104, -0.0871, -0.1889, -0.6102
O, 25.6335, 9.5968, 29.8719, -0.2436, -0.2274, 0.4775
O, 27.609, 11.3478, 29.5962, 0.1296, -0.182, 0.2651
O, -0.3571, 2.627, 34.3093, 0.2562, -0.4258, -0.2284
O, 5.9524, 4.02, 37.8256, 0.3264, -0.3999, -0.1028
O, 3.0169, 8.8238, 36.1958, -0.1964, -0.265, -0.0165
O, -0.5614, 16.7086, 36.8359, -0.5139, 0.1138, 0.3183
O, 9.6758, 2.6989, 38.4042, 0.0207, -0.0087, -0.2121
O, 31.046, 4.2872, 0.0523, 0.3977, -0.4966, -0.2521
O, 16.3089, 13.5881, 0.8315, -0.1568, -0.0925, -0.0261
O, 15.322, 5.3543, 32.555, -0.207, 0.0223, 0.2169
O, 0.8218, 1.8107, 0.2432, 0.0209, 0.3595, 0.0622
O, 2.5184, 10.7771, 0.5153, -0.3436, 0.2016, 0.309
O, 12.1042, 6.7498, 37.9905, 0.0278, 0.0956, -0.6364
O, 0.252, 8.9584, 0.605, 0.4144, 0.2637, 0.1404
O, 5.5822, 5.5871, 29.1914, -0.0609, 0.0676, 0.3913
O, -1.5761, 6.2771, 35.7529, -0.0269, -0.1495, 0.1501
O, 23.2869, 7.6812, 32.1366, 0.3448, 0.3692, -0.4331
O, 22.5123, 5.7593, 38.5605, 0.2013, 0.1239, -0.1965
O, 18.3079, 8.7703, 33.2869, 0.4668, 0.0751, 0.2565
O, 8.5228, 12.3121, 37.0641, 0.239, -0.105, -0.0774
O, 12.2273, 4.2686, 37.2271, -0.1655, -0.3683, 0.289
O, 1.6798, 6.1528, 32.5593, 0.5189, -0.1511, -0.276
O, 27.6609, 12.5982, 38.4037, 0.2589, 0.398, -0.43
O, 20.7578, 5.5699, 34.086, -0.4877, -0.1267, 0.0722
O, 20.9294, 15.7665, 36.04, -0.4735, 0.0355, 0.2212
O, 16.17, 17.493, 34.3842, 0.4462, -0.4483, -0.1531
O, 15.4132, 5.0074, 35.1907, -0.0802, -0.4128, 0.3356
O, 10.6878, 15.9532, 34.4131, -0.2176, 0.2479, 0.5796
O, 7.0629, 2.0892, 33.1505, -0.3397, 0.2573, -0.3566
O, 23.6812, 11.3937, 36.5205, 0.219, 0.4208, -0.4233
O, 15.9213, 6.5753, 30.3633, -0.2358, 0.2705, -0.1074
O, 21.2113, 10.9288, 37.1364, -0.6291, 0.0596, -0.1672
O, 8.1598, 4.2042, 34.2062, -0.2022, 0.1491, -0.053
O, 18.2354, 12.2248, 30.2629, -0.2497, 0.2026, 0.2726
O, 7.6709, 5.5783, 36.3954, -0.3684, 0.1364, -0.0194
O, 2.2441, 14.5518, 33.7078, 0.2355, -0.0399, 0.1674
O, 23.4305, 17.8148, 32.5086, 0.6034, 0.0343, 0.0349
O, 10.2328, 14.0628, 36.1514, 0.1937, -0.1719, 0.1904
O, 16.9499, 8.574, 35.4723, -0.1523, 0.2417, -0.3627
O, 23.7775, 7.258, 34.7184, -0.0723, -0.564, -0.0264
O, 14.7431, 9.2717, 30.314, 0.2441, -0.1817, 0.0489
O, 13.9911, 13.0763, 31.6678, 0.2871, 0.2633, 0.2933
O, 15.7649, 6.8992, 36.9863, 0.2434, -0.1768, 0.5586
O, 10.125, 8.8015, 0.1585, -0.1194, -0.4177, 0.0673
O, 3.1302, 10.575, 34.0968, 0.5251, 0.3944, -0.5368
O, 25.2369, 6.5415, 36.7149, -0.0363, 0.1719, 0.5096
O, 9.404, 6.1105, 30.5502, 0.2387, 0.1755, -0.0854
O, 22.6151, 10.9761, 32.0329, 0.36, -0.4627, -0.2079
O, 18.5142, 12.3222, 38.0944, 0.1633, -0.2559, -0.311
O, 12.7356, 12.9103, 29.4318, 0.2043, -0.0525, 0.2327
O, 23.1709, 0.9145, 0.2738, -0.2919, 0.2118, -0.1668
O, 31.5419, 6.8923, 0.0285, -0.3157, 0.1493, 0.194
O, 28.5835, 11.4522, 35.4776, -0.103, -0.5506, -0.2969
O, -1.7535, 3.0063, 32.0016, 0.2042, -0.6434, 0.0081
O, 1.2904, 6.6091, 30.0135, 0.1747, -0.2246, 0.1182
O, 2.7103, 0.1018, 0.9188, -0.0573, 0.0748, -0.1264
O, 0.9061, 6.9521, 34.8971, -0.0041, 0.0541, 0.0289
O, 21.9851, 11.4366, 34.5748, -0.4766, 0.1271, -0.1128
O, 19.518, 14.7242, 38.4903, 0.1998, 0.2535, -0.4612
O, -0.4003, 14.2018, 36.6239, 0.6688, -0.2225, -0.0696
O, -0.3018, 4.9891, 31.2388, 0.5186, -0.3262, 0.3074
O, 22.0188, 5.3539, 1.5179, 0.1313, -0.1587, -0.0617
O, 4.1735, 8.5698, 38.5848, 0.2751, -0.3286, -0.5192
O, 25.7116, 4.8792, 34.8274, 0.2375, 0.2936, -0.1209
O, -2.3996, 9.9823, 36.9628, 0.1717, -0.3004, -0.3307
O, 17.2232, 2.8858, 0.3141, -0.2862, 0.3745, 0.2173
O, 25.4724, 11.0031, 38.2412, 0.0462, -0.2227, 0.2845
O, -0.5408, 10.0647, 32.5416, -0.0541, 0.559, -0.1762
O, 13.9729, 7.1463, 34.9244, -0.3184, 0.2086, 0.3024
O, 26.3131, 16.484, 31.2146, -0.2472, 0.3138, 0.2068
O, 10.3843, 16.577, 31.8884, -0.6371, 0.0249, -0.2272
O, 18.3555, 3.2148, 37.0011, -0.0885, 0.0764, -0.4358
O, 26.7729, 18.1476, 38.1461, -0.1951, -0.2387, -0.2079
O, 24.5454, 2.7281, 34.3561, -0.0142, -0.3572, 0.233
O, 9.4757, 8.8277, 30.0141, 0.1094, 0.0299, 0.4109
O, 0.9347, 11.5514, 38.0147, -0.3629, -0.1926, -0.3683
O, 11.1831, 16.9188, 38.1681, -0.0208, -0.2121, -0.3836
O, 7.157, 17.881, 29.9064, 0.109, 0.3311, 0.3187
O, 2.9056, 13.4362, 38.0216, -0.2072, 0.5542, -0.0483
O, 19.4407, 12.2534, 32.6501, -0.1963, -0.113, 0.3795
O, -2.2259, 4.5372, 34.0048, -0.324, 0.4696, -0.4071
O, 21.571, 13.3367, 31.6045, 0.2245, 0.406, -0.1749
O, 28.4971, 8.7807, 33.9405, 0.047, 0.5682, 0.0349
O, 5.6648, 15.9741, 28.8266, 0.2133, 0.1457, -0.1114
O, 26.2602, 7.6859, 34.5225, -0.1638, 0.0516, -0.6927
O, 19.2832, 7.3893, 35.2582, 0.0317, 0.0216, 0.594
O, 7.4971, 8.4152, 34.4087, -0.5232, -0.3489, 0.1424
O, 2.1423, 12.2899, 35.8144, -0.1191, 0.7119, -0.2342
O, 11.3837, 2.5389, 0.1858, 0.3936, 0.5994, -0.0833
O, 12.4846, 6.7785, 32.6858, -0.4629, -0.2631, 0.4239
O, 11.4593, 4.7495, 31.1963, 0.2868, -0.5592, 0.0038
O, 20.5569, 11.1637, 30.5005, 0.2658, -0.6077, -0.6244
O, -0.2138, 8.0161, 37.0047, -0.4678, 0.5749, -0.0727
O, 22.9876, 17.827, 29.9041, -0.2911, 0.1318, -0.004
O, 19.5775, 1.5442, 0.0969, 0.2258, 0.1183, -0.2176
O, 17.7665, 8.3539, 30.8218, 0.157, 0.3499, -0.1238
O, 4.1275, 4.1232, 0.0818, 0.0329, -0.4095, -0.4452
O, 12.1917, 7.0085, 30.0238, -0.5092, 0.4471, 0.215
O, 28.1627, 16.0822, 37.1247, -0.3566, -0.3417, 0.1322
O, 13.8757, 12.0533, 34.0282, 0.1446, -0.3878, 0.0844
O, 11.4164, 11.735, 38.4908, -0.4454, -0.0041, -0.4128
O, 29.7209, 5.3078, 31.1713, 0.1874, 0.1848, 0.2521
O, -1.1819, 8.5399, 34.5894, -0.3121, -0.1245, -0.0717
O, 6.7132, 16.6313, 38.1289, 0.5739, -0.27, 0.1645
O, 20.778, 7.9889, 29.6589, 0.0786, -0.0506, 0.4808
O, -2.2417, 14.7792, 38.4897, -0.4696, 0.0265, -0.5004
O, 2.3238, 1.7677, 30.0398, 0.0681, 0.143, 0.4228
O, 27.2026, 5.2611, 30.3983, 0.0471, 0.0515, -0.4019
O, 4.9355, 14.1991, 32.0975, -0.0837, 0.3122, 0.5789
O, 28.3706, 17.595, 32.2813, 0.0543, 0.4198, -0.1465
O, 10.2107, 4.9217, 35.632, 0.4115, 0.0551, 0.0834
O, 20.6049, 15.3808, 0.0634, 0.2518, -0.0471, -0.1235
O, 14.4949, 8.5036, 32.7485, 0.1726, -0.2583, -0.0649
O, 15.2703, 16.0554, 36.489, 0.0049, 0.1608, 0.1139
O, -1.0374, 3.3071, 36.7442, 0.1064, 0.1434, 0.1893
O, 3.3766, 10.8775, 37.7356, 0.4633, 0.1749, 0.0723
O, 6.3022, 6.4896, 38.5999, -0.0573, 0.4172, -0.3848
O, 19.4509, 14.8283, 32.0833, -0.5506, -0.008, 0.3223
O, 20.951, 14.0447, 34.0413, 0.4768, 0.1973, -0.0869
O, 24.9311, 9.1225, 36.3362, 0.1059, 0.0178, -0.3499
O, 13.7901, 17.9327, 35.4025, -0.3429, -0.1647, 0.3401
O, 24.187, 18.188, 37.8935, -0.2131, 0.147, -0.5404
O, 20.78, 4.4983, 36.872, -0.2612, 0.1047, -0.402
O, -2.428, 15.4873, 35.4253, -0.0587, 0.1131, -0.272
O, 0.4485, 13.5444, 28.9328, -0.2126, -0.4398, 0.1938
O, 25.3737, 3.5395, 29.9127, -0.0379, -0.3897, 0.2716
O, 8.9877, 3.7052, 31.8023, -0.1897, -0.0182, -0.2116
O, 25.9964, 8.3638, 38.6303, -0.3476, 0.4157, -0.256
O, 29.3019, 4.4843, 36.4484, -0.4739, 0.1155, 0.1091
O, 3.5236, 2.8752, 34.8711, 0.0611, 0.0927, 0.0629
O, 17.1644, 14.4456, 37.2624, -0.0864, -0.0131, 0.0605
O, 21.9271, 13.3576, 36.3655, 0.363, 0.2656, 0.4493
O, 16.5525, 17.9887, 31.8027, -0.2718, -0.1069, -0.0888
O, 3.1741, 7.9429, 33.8052, 0.0167, -0.0357, -0.2834
O, 3.1357, 5.5175, 34.7366, 0.5531, 0.1988, -0.0064
O, 7.3457, 13.4369, 32.726, 0.2794, 0.1358, 0.0625
O, 1.4325, 17.2294, 38.4933, 0.4005, -0.1477, -0.1645
O, 11.7594, 9.8081, 36.6156, -0.2626, -0.3542, 0.1452
O, -0.4356, 7.568, 31.7427, 0.0637, -0.0986, 0.511
O, 10.9101, 10.949, 29.0636, 0.1395, 0.0869, 0.4139
O, 23.8167, 15.6407, 31.0912, -0.0929, -0.3989, -0.1595
O, 25.3554, 13.7169, 38.0636, 0.0187, 0.1797, -0.7342
O, 0.735, 10.2225, 34.8892, 0.0429, -0.449, 0.1595
O, 12.6283, 14.2237, 35.0056, 0.2808, 0.368, 0.2484
O, 18.1975, 3.2033, 30.437, -0.0879, 0.2546, -0.2726
O, 26.2711, 12.3097, 36.146, -0.27, 0.0701, -0.2202
O, 27.1858, 2.7055, 34.2067, 0.024, 0.0515, 0.1365
O, 18.9371, 17.1262, 31.0482, 0.2673, 0.0719, 0.3556
O, 9.2453, 9.9286, 38.2031, 0.1166, -0.1299, -0.328
O, 6.3565, 15.8071, 33.5857, -0.0035, -0.1519, 0.2482
O, 25.6897, 3.97, 37.2212, 0.4448, 0.1568, -0.1169
O, 14.8573, 14.2554, 38.4227, 0.1715, -0.4629, -0.0513
O, 4.2049, 3.5421, 29.9769, -0.2518, 0.2021, 0.2288
O, 8.9258, 7.7801, 32.4174, 0.1867, 0.0101, 0.1074
O, 26.9931, 12.4023, 33.6371, 0.4806, -0.0353, -0.1535
O, 7.2793, 7.4487, 30.1048, -0.1934, 0.402, 0.426
O, 3.5138, 4.1022, 37.0518, -0.1949, 0.411, 0.1371
O, 10.8732, 2.3436, 36.1517, 0.3152, -0.2541, -0.38
O, 10.0512, 8.3893, 34.9151, -0.0357, -0.1893, 0.409
O, 15.9282, 2.2404, 36.7687, -0.4125, 0.3888, -0.1839
O, 27.9949, 7.2392, 31.8324, -0.5114, -0.2394, 0.4117
O, 7.3132, 10.0951, 36.3977, -0.2628, -0.0698, 0.1644
O, 22.9628, 12.1176, 29.715, 0.4138, -0.1678, 0.2419
O, 7.695, 14.8411, 36.426, -0.3567, -0.3134, -0.4693
O, 25.5836, 14.2081, 32.4129, -0.0864, 0.3399, 0.3699
O, 25.8915, 4.0219, 32.3797, 0.3978, 0.0038, -0.1218
O, 11.893, 11.5582, 32.3031, -0.1155, -0.0186, -0.5771
O, 12.4291, 3.7571, 34.629, -0.145, 0.2541, -0.4506
O, 8.9263, 17.0798, 36.7839, 0.1482, -0.0527, -0.4254
O, 1.1057, 12.2865, 33.3916, -0.4679, -0.2736, 0.0508
O, 14.4772, 2.7257, 33.1391, -0.3657, 0.1031, -0.3397
O, 3.5386, 2.6226, 32.3093, -0.1144, 0.5412, -0.0282
O, 8.05, 13.6192, 28.9424, 0.0302, -0.1621, 0.2961
O, 24.6822, 5.878, 30.8886, 0.0983, 0.4787, -0.0313
O, 16.3751, 10.2085, 32.134, -0.0658, 0.6038, -0.0278
O, 24.3448, 12.2161, 33.5957, -0.1199, 0.3266, 0.211
O, 21.4674, 8.1264, 34.0047, -0.3738, 0.3083, -0.2177
O, 13.6892, 10.5777, 38.4769, -0.3362, 0.1374, 0.0864
O, 4.7259, 10.3441, 29.7057, -0.2058, -0.3775, 0.3317
O, 28.945, 12.75, 1.6926, -0.0876, 0.0825, 0.203
O, 1.9724, 16.2112, 36.079, 0.3803, -0.0464, 0.1622
O, 19.3456, 9.3724, 0.41, -0.1255, 0.4858, 0.1507
O, 23.3528, 4.7561, 36.2836, -0.2484, -0.2467, -0.2387
O, 29.9212, 8.9256, 31.7522, -0.066, 0.0733, 0.0164
O, 22.6814, 17.4035, 35.0891, 0.2141, -0.3596, -0.0921
O, 9.1735, 11.567, 32.3977, 0.1409, -0.0279, -0.5607
O, 20.4917, 8.8435, 38.5251, 0.2582, -0.5347, -0.035
O, 29.3392, 18.3889, 37.4648, 0.0864, -0.1816, -0.4255
O, 10.6182, 10.938, 34.5265, -0.4699, 0.3461, 0.2322
O, 12.1732, 17.8263, 33.3008, 0.1053, 0.1146, -0.2064
O, 27.8122, 8.0638, 36.4771, 0.3767, 0.3828, 0.0903
O, 17.2934, 6.3587, 33.9394, 0.098, -0.1335, -0.3185
O, -1.4395, 14.8549, 30.2698, 0.0564, 0.1656, 0.558
O, 22.6654, 5.0866, 32.3361, 0.4763, -0.2981, 0.2214
O, -1.6521, 11.1694, 34.711, -0.0467, 0.3477, -0.4157
O, -2.2371, 12.5601, 36.9695, -0.2004, -0.0971, 0.112
O, 6.595, 17.2627, 35.5862, -0.1646, 0.253, 0.2112
O, 27.9216, 16.5254, 34.6035, -0.6863, -0.1599, -0.1679
O, 16.9332, 3.6255, 33.575, 0.568, -0.0952, 0.0322
O, 9.9424, 15.1901, 29.7847, -0.2791, -0.2711, 0.4826
O, 6.7161, 11.2071, 31.3881, 0.1993, -0.4335, 0.1354
O, 19.3384, 13.7125, 36.0483, -0.2696, -0.4325, -0.2772
O, 21.6109, 6.8088, 36.3018, -0.1859, 0.5236, 0.3873
O, 12.3063, 15.0079, 30.9631, -0.048, -0.0268, 0.5799
O, 2.536, 17.0502, 33.7159, -0.0027, -0.0749, -0.1189
O, 21.88, 3.1797, 33.8477, -0.4144, -0.1182, -0.0108
O, 25.7411, 11.743, 31.4189, -0.511, 0.0031, -0.141
O, 0.6975, 16.1147, 29.5766, 0.0318, -0.053, 0.1289
O, 20.2241, 4.0799, 31.9696, -0.2037, -0.2261, 0.0133
O, 29.344, 13.3708, 29.2489, 0.2871, -0.1713, 0.3412
O, 1.2705, 4.0851, 35.7278, -0.258, 0.3158, -0.075
O, 4.5776, 18.1609, 38.3582, -0.2031, -0.1592, 0.0702
O, 0.7266, 14.2584, 31.5166, 0.0281, 0.2301, 0.0693

Results
total energy: -209081.638 eV
total energy less fixed offsets of O -438.35, Si -107.03 eV per atom: -6.618 eV
